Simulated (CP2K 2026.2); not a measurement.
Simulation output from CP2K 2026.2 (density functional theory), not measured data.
Periodic cell of 2052 atoms, Si1404O648, from a study of silicon, its oxide and their interface. The atomic structure is a simulated model.
Doubt: the forces sum to 3.13 eV/angstrom along one axis rather than to zero, so they err by at least 0.0015 eV/angstrom per atom on average; the grid cutoff is modest.

Settings: functional PBE; method Gaussian and plane waves; basis set DZVP-MOLOPT-SR-GTH; pseudopotentials GTH-PBE; grid cutoff 400 Ry, relative cutoff 50 Ry; k points Gamma only; occupations fixed; spin none; net charge 0.

Cell vectors (angstrom)
a 16.407 0 0
b 0 65.628 0
c 0 0 34.3589

Atoms and the computed forces on them: element, x, y, z (angstrom), force x, y, z (eV/angstrom)
Si -0.13 0.292 0.024 -0.216 -0.028 0.006
Si 3.176 2.335 0.035 -0.045 0.121 -0.055
Si -0.101 5.486 0.139 0.172 0 -0.11
Si 2.888 7.889 -0.087 -0.027 -0.018 0.064
Si -0.578 11.608 0.018 -0.1 -0.336 0.005
Si 1.995 14.197 -0.018 0.038 0.081 -0.027
Si -0.174 16.459 0.457 -0.183 -0.035 -0.421
Si 2.393 19.229 0.053 -0.038 0.033 -0.084
Si 0.366 21.545 0.228 -0.118 0.01 -0.209
Si 2.588 24.605 0.185 0.089 -0.026 -0.146
Si 0.322 26.825 -0.109 -0.109 0.077 -0.251
Si 2.841 29.943 0.311 0.08 -0.185 -0.054
Si 1.074 32.453 -0.293 0.247 0.279 0.6
Si 2.621 35.919 0.462 0.119 -0.116 -0.162
Si 0.446 38.129 -0.23 -0.213 -0.096 -0.034
Si 2.558 41.797 -0.08 0.086 0.009 0.014
Si 0.137 43.572 0.466 0.008 0.151 -0.173
Si 2.8 46.51 0.031 -0.035 -0.238 0.222
Si -0.255 49.357 0.053 -0.073 0.197 0.159
Si 2.407 52.262 0.331 0.055 0.101 0.05
Si 0.367 54.665 -0.087 -0.189 0.108 0.162
Si 2.971 57.1 -0.008 -0.024 0.408 0.3
Si -0.473 60.284 0.179 0.323 0.041 0.167
Si 3.002 62.521 0.051 -0.193 -0.13 0.1
Si 5.227 -0.127 0.14 -0.098 0.039 0.051
Si 8.515 2.111 -0.18 0.053 -0.147 0.004
Si 5.427 5.938 -0.087 0.132 0.095 0.275
Si 7.772 8.543 0.32 0.019 0.096 0.048
Si 5.564 10.84 0.362 0.064 0.084 -0.219
Si 8.289 13.136 0.166 -0.143 0.129 -0.14
Si 5.693 16.472 -0.182 -0.211 -0.066 0.435
Si 7.879 19.331 0.143 0.176 0.126 0.025
Si 5.779 21.588 -0.066 0.117 0.024 -0.033
Si 8.752 24.319 0.054 -0.001 0.016 -0.427
Si 5.031 27.744 -0.086 -0.13 0.055 -0.055
Si 7.668 30.495 -0.072 0.311 -0.182 -0.07
Si 5.312 32.691 0.029 0.053 0.025 0.292
Si 7.752 35.976 0.02 -0.154 0.13 0.075
Si 5.664 38.274 0.208 0.128 -0.037 0.087
Si 8.39 41.313 0.08 -0.028 0.164 -0.213
Si 5.24 44.439 0.148 0.019 -0.049 0.287
Si 7.752 47.245 -0.274 0.393 -0.434 0.289
Si 5.537 49.584 -0.158 0.034 -0.022 0.329
Si 8.125 52.229 0.33 0.142 -0.028 -0.004
Si 6.082 54.56 0.246 0.115 -0.116 0.454
Si 8.886 56.966 -0.143 -0.077 0.192 0.087
Si 5.219 60.265 -0.013 -0.067 -0.041 -0.07
Si 8.217 62.996 0.193 0.261 -0.12 -0.03
Si 10.872 0.042 0.342 0.051 -0.045 0.061
Si 14.132 2.545 0.083 -0.048 -0.077 0.211
Si 10.641 5.291 0.028 0.013 0.031 0.205
Si 14.056 7.777 0.187 -0.143 0.036 -0.263
Si 10.533 10.964 0.269 0.023 -0.195 -0.073
Si 13.397 13.716 0.384 -0.162 0.132 -0.262
Si 11.01 15.799 -0.031 0.21 -0.221 0.203
Si 14.004 18.55 0.022 0.268 -0.176 -0.003
Si 10.789 22.016 0.31 0.044 -0.023 -0.142
Si 13.51 24.701 0.304 0.039 0.116 -0.224
Si 11.327 26.939 0.191 0.153 -0.021 -0.457
Si 13.48 30.735 -0.23 -0.017 -0.01 -0.111
Si 11.115 32.844 0.074 -0.12 0.063 -0.05
Si 13.558 35.72 0.124 0.118 -0.093 -0.049
Si 11.338 38.034 -0.221 -0.111 -0.008 0.04
Si 13.424 40.911 -0.367 -0.17 -0.062 0.43
Si 11.318 43.321 0.017 -0.077 0.462 -0.007
Si 13.349 46.875 0.099 -0.184 -0.023 0.034
Si 11.246 49.237 0.1 -0.045 -0.03 0.043
Si 13.115 52.656 0.183 -0.152 0.147 -0.007
Si 10.884 54.726 0.627 0.145 -0.182 -0.348
Si 13.424 57.527 0.055 0.097 -0.292 0.073
Si 11.273 59.84 0.162 -0.034 0.046 0.296
Si 13.73 62.619 0.246 0.164 -0.071 0.02
Si 1.439 1.37 1.405 0.163 -0.015 -0.136
Si 4.293 4.094 1.198 -0.031 0.079 -0.271
Si 1.493 6.711 1.411 -0.207 -0.003 -0.295
Si 3.861 9.595 1.341 0.084 -0.264 -0.193
Si 1.105 12.506 1.439 -0.025 0.129 -0.098
Si 4.075 15.052 1.105 -0.159 0.117 -0.221
Si 1.303 17.817 1.619 0.078 0.121 -0.269
Si 4.109 20.449 1.285 -0.064 -0.007 -0.245
Si 1.445 23.125 1.594 -0.145 0.006 -0.215
Si 4.106 26.004 1.33 -0.024 0.071 -0.241
Si 1.292 28.563 1.336 0.067 -0.26 -0.187
Si 4.066 31.453 1.604 0.014 0.042 -0.243
Si 1.466 34.148 1.491 0.103 0.019 -0.345
Si 4.181 37.149 1.644 -0.075 -0.028 -0.243
Si 1.491 39.855 1.12 0.084 0.08 -0.315
Si 4.159 42.69 1.413 0.091 0.076 -0.33
Si 1.336 45.299 1.534 0.107 -0.017 -0.235
Si 3.992 48.227 1.242 0.071 -0.165 -0.323
Si 1.191 50.663 1.498 -0.194 0.044 -0.155
Si 4.198 53.455 1.455 -0.038 0.008 -0.305
Si 1.41 56.105 1.446 0.124 -0.097 -0.114
Si 4.226 58.627 1.406 -0.078 -0.004 -0.235
Si 1.345 61.379 1.346 -0.048 -0.009 -0.26
Si 4.039 64.071 1.541 -0.013 -0.1 -0.292
Si 6.897 1.131 1.314 -0.085 0.001 -0.389
Si 9.452 3.834 1.383 0.012 0.08 -0.184
Si 6.709 6.891 1.627 0.074 0.075 -0.341
Si 9.437 9.517 1.679 -0.195 -0.023 -0.31
Si 6.769 12.249 1.729 0.141 -0.016 -0.262
Si 9.44 14.837 1.437 -0.006 -0.138 -0.089
Si 6.628 17.874 1.492 0.218 -0.178 -0.126
Si 9.502 20.454 1.475 -0.117 0.006 -0.279
Si 6.927 23.24 1.242 0.093 -0.068 -0.161
Si 9.72 25.883 1.535 -0.041 -0.026 -0.071
Si 6.767 28.719 1.221 -0.028 0.133 0.024
Si 9.475 31.524 1.223 -0.038 0.045 -0.237
Si 6.657 34.305 1.31 -0.104 -0.199 -0.358
Si 9.547 37.049 1.192 -0.012 -0.057 -0.348
Si 7.022 39.79 1.362 -0.051 -0.053 -0.254
Si 9.743 42.467 1.545 0.101 0.056 -0.048
Si 6.925 45.525 1.33 -0.151 0.117 -0.297
Si 9.501 48.068 1.261 -0.038 0.035 -0.33
Si 6.813 50.696 1.514 0.064 0.092 -0.279
Si 9.556 53.327 1.832 -0.275 -0.094 -0.233
Si 7.167 56.149 1.523 -0.046 -0.15 -0.491
Si 9.655 58.663 1.413 0.081 0.194 -0.354
Si 6.737 61.541 1.385 -0.064 -0.006 -0.251
Si 9.606 64.195 1.646 -0.053 0.085 -0.187
Si 12.484 1.335 1.436 0.033 0.054 -0.268
Si 15.178 3.99 1.572 -0.069 0.119 -0.271
Si 12.228 6.683 1.314 0.102 -0.056 -0.121
Si 15.072 9.599 1.306 -0.04 0.203 -0.109
Si 12.144 12.176 1.559 -0.286 -0.045 -0.174
Si 14.829 15.047 1.682 0.178 0.035 -0.172
Si 12.207 17.543 1.261 0.063 0.051 -0.175
Si 15.044 20.332 1.368 0.067 -0.008 -0.301
Si 12.302 23.204 1.632 -0.055 -0.011 -0.271
Si 15.134 25.935 1.423 -0.028 -0.076 -0.184
Si 12.42 28.855 1.104 -0.059 -0.016 -0.102
Si 15.25 31.642 1.097 0.008 -0.225 -0.403
Si 12.383 34.216 1.486 -0.096 0.031 -0.176
Si 15.172 37.039 1.239 0.02 -0.038 -0.273
Si 12.327 39.626 1.298 -0.035 -0.146 -0.448
Si 14.96 42.128 1.366 0.126 0.141 -0.389
Si 12.275 45.134 1.303 0.1 -0.109 -0.222
Si 14.876 48.022 1.502 0.105 -0.025 -0.138
Si 12.314 50.81 1.505 -0.049 -0.037 -0.261
Si 14.973 53.62 1.326 0.097 -0.084 -0.287
Si 12.322 56.156 1.683 0.072 0.191 -0.304
Si 15 58.621 1.504 -0.129 0.048 -0.14
Si 12.268 61.446 1.614 -0.068 -0.072 -0.191
Si 15.07 64.276 1.341 0.005 -0.019 -0.194
Si 0.142 2.674 2.883 0.012 -0.067 0.181
Si 2.691 -0.091 2.794 -0.015 0.008 0.172
Si 0.081 8.21 2.695 -0.042 -0.01 0.012
Si 2.841 5.333 2.734 0.086 -0.062 -0.042
Si -0.141 13.712 2.958 -0.099 -0.002 0.226
Si 2.549 11.007 2.699 -0.085 0.072 -0.056
Si -0.047 19.154 2.934 -0.031 0.116 0.119
Si 2.779 16.389 2.734 0.151 -0.128 -0.005
Si -0.003 24.524 2.826 0.05 0.015 0.075
Si 2.863 21.8 2.824 0.037 0.003 0.085
Si -0.045 30.087 2.594 0.111 0.063 -0.069
Si 2.703 27.284 2.761 -0.114 -0.099 0.057
Si 0.001 35.597 2.705 -0.057 -0.084 -0.089
Si 2.74 32.842 2.915 0.139 -0.001 0.156
Si 0.049 40.96 2.705 -0.067 -0.118 0.104
Si 2.739 38.559 2.744 -0.085 0.083 0.145
Si -0.089 46.639 2.813 0.014 -0.003 0.007
Si 2.756 43.936 2.851 0.14 0.181 0.193
Si -0.148 52.105 2.786 -0.096 0.085 -0.057
Si 2.638 49.361 2.8 0.071 -0.033 0.078
Si 0.035 57.385 2.867 0.001 0.072 -0.02
Si 2.785 54.769 2.839 0.072 -0.139 0.087
Si 0.041 62.859 2.734 -0.015 -0.08 -0.012
Si 2.727 59.998 2.752 -0.001 -0.001 -0.104
Si 5.575 2.679 2.656 -0.013 -0.128 -0.063
Si 8.175 -0.088 2.884 0.088 0.071 0.164
Si 5.273 8.258 2.86 -0.024 0.131 0.081
Si 8.147 5.348 2.766 0.048 0.063 -0.144
Si 5.315 13.734 2.753 -0.019 0.113 -0.017
Si 8.108 10.875 3.041 -0.01 -0.101 0.343
Si 5.329 19.18 2.862 0.025 0.048 0.049
Si 8.092 16.389 2.723 0.057 -0.117 -0.201
Si 5.553 24.634 2.627 -0.063 -0.024 -0.023
Si 8.17 21.882 2.785 -0.034 0.024 0.078
Si 5.512 30.044 2.776 0.143 0.082 0.188
Si 8.206 27.345 2.62 -0.113 0.085 -0.044
Si 5.448 35.614 2.842 0.056 -0.079 0.131
Si 8.156 32.918 2.635 -0.094 0.077 0.007
Si 5.553 41.185 2.661 -0.131 0.167 -0.016
Si 8.312 38.397 2.738 0.072 -0.098 -0.053
Si 5.441 46.79 2.705 -0.004 0.109 -0.02
Si 8.272 43.978 2.688 -0.157 0.08 -0.087
Si 5.442 52.028 2.886 -0.106 0.107 0.024
Si 8.219 49.328 2.816 0.03 -0.012 0.066
Si 5.626 57.418 2.828 0.041 -0.048 0.085
Si 8.225 54.748 3.067 0.082 0.056 0.226
Si 5.438 62.782 2.889 -0.006 0.03 0.179
Si 8.181 60.115 2.716 0.164 -0.016 -0.209
Si 10.978 2.642 2.786 -0.127 -0.149 -0.042
Si 13.756 -0.065 2.831 0.027 0.051 0.003
Si 10.915 8.073 2.786 0.123 -0.074 0.05
Si 13.644 5.367 2.761 -0.135 0.026 0.119
Si 10.802 13.563 2.926 -0.16 -0.021 -0.032
Si 13.621 10.82 2.798 0.13 -0.068 -0.014
Si 10.91 19.011 2.687 0.095 -0.015 -0.057
Si 13.483 16.426 2.923 -0.109 -0.019 0.134
Si 10.978 24.578 2.962 0.07 0.006 0.347
Si 13.696 21.733 2.78 0.083 -0.058 0.007
Si 10.919 30.087 2.55 -0.005 0.123 -0.093
Si 13.746 27.46 2.632 -0.095 -0.021 -0.024
Si 10.898 35.636 2.652 0.095 0.163 0.076
Si 13.827 32.84 2.689 0.084 0.038 -0.028
Si 11.026 41.007 2.793 0.099 -0.109 0.099
Si 13.756 38.33 2.656 0.045 -0.009 0.201
Si 10.841 46.55 2.663 0.012 0.025 -0.177
Si 13.687 43.747 2.682 -0.042 0.004 -0.147
Si 10.955 51.96 3.024 0.044 -0.087 0.181
Si 13.621 49.404 2.886 -0.05 0.035 0.145
Si 10.933 57.467 3.001 -0.052 0.075 0.089
Si 13.732 54.814 2.939 0.118 -0.115 0.085
Si 10.933 62.809 2.955 0.092 -0.082 0.043
Si 13.682 60.052 2.911 -0.151 -0.057 0.106
Si 1.467 4.067 4.197 0.027 -0.062 0.021
Si 4.136 1.322 4.081 0.004 0.002 -0.177
Si 1.333 9.582 4.149 -0.067 -0.071 -0.008
Si 4.045 6.762 4.188 0.036 0.104 -0.071
Si 1.356 15.077 4.176 0.02 -0.123 -0.062
Si 3.987 12.309 4.101 0.013 0.024 -0.002
Si 1.4 20.518 4.21 -0.063 -0.041 -0.069
Si 4.044 17.75 4.207 -0.018 -0.035 -0.043
Si 1.358 25.923 4.157 0.105 0.044 -0.055
Si 4.196 23.273 4.088 0.009 -0.08 0.024
Si 1.326 31.395 4.086 -0.109 0.118 -0.034
Si 4.083 28.689 4.109 0.031 -0.018 -0.114
Si 1.39 37.026 4.051 0.075 0.017 -0.145
Si 4.115 34.237 4.208 0.025 0.011 0.03
Si 1.357 42.457 4.092 0.044 0.032 -0.119
Si 4.16 39.857 4.093 -0.009 -0.048 0.041
Si 1.332 47.953 4.179 -0.078 -0.006 0.053
Si 4.149 45.335 4.155 -0.086 -0.097 -0.164
Si 1.351 53.375 4.179 0.011 0.046 -0.129
Si 4.039 50.66 4.213 0.075 0.019 0.037
Si 1.379 58.747 4.227 0.108 0.023 0.026
Si 4.184 56.084 4.22 -0.095 0.028 -0.059
Si 1.357 64.189 4.199 -0.035 0.025 -0.073
Si 4.052 61.399 4.189 0.057 -0.018 -0.032
Si 6.822 4.017 4.167 0.052 -0.055 -0.004
Si 9.594 1.297 4.194 0.039 -0.006 -0.098
Si 6.694 9.509 4.297 0.011 0.052 -0.168
Si 9.525 6.726 4.142 0.064 -0.052 -0.026
Si 6.748 15.038 4.137 -0.073 0.103 -0.026
Si 9.491 12.237 4.348 0.052 0.047 -0.142
Si 6.79 20.519 4.16 -0.001 0.12 -0.035
Si 9.519 17.705 4.099 0.002 0.005 0.038
Si 6.863 25.995 4.042 0.001 -0.029 0.044
Si 9.542 23.202 4.208 -0.007 0.01 -0.036
Si 6.868 31.498 4.076 -0.029 -0.095 -0.139
Si 9.577 28.73 3.984 0.056 0.058 0.034
Si 6.9 37.009 4.09 -0.033 -0.054 -0.016
Si 9.545 34.259 4.035 -0.043 -0.013 -0.052
Si 6.88 42.581 4.049 -0.007 -0.109 -0.027
Si 9.629 39.716 4.168 -0.015 -0.016 -0.013
Si 6.827 48.002 4.193 -0.082 -0.04 -0.076
Si 9.567 45.252 4.159 0.039 0.02 0.024
Si 6.801 53.349 4.321 -0.067 0.073 -0.075
Si 9.549 50.607 4.307 -0.005 0.035 -0.035
Si 6.89 58.808 4.226 -0.034 -0.05 0.026
Si 9.61 56.09 4.393 -0.016 -0.062 -0.063
Si 6.804 64.178 4.239 0.018 -0.043 -0.033
Si 9.528 61.424 4.219 -0.006 0.048 -0.042
Si 12.295 4.035 4.187 0.044 0.049 -0.096
Si 15.11 1.307 4.198 0.015 -0.05 -0.012
Si 12.268 9.458 4.17 0.005 0.018 0.01
Si 15.056 6.809 4.072 -0.071 0.053 -0.15
Si 12.18 14.981 4.25 0.045 0.015 -0.053
Si 14.931 12.232 4.216 0.114 0.019 -0.033
Si 12.266 20.397 4.103 0.019 -0.008 0.003
Si 14.96 17.761 4.232 -0.05 0.064 -0.007
Si 12.391 26.064 4.102 -0.06 -0.037 -0.068
Si 15.021 23.16 4.152 -0.002 0.025 -0.007
Si 12.32 31.461 3.957 0.048 -0.109 -0.028
Si 15.046 28.776 4.074 -0.059 -0.006 -0.03
Si 12.326 36.977 4.035 -0.089 0.026 -0.185
Si 15.064 34.246 4.112 -0.014 0.033 -0.012
Si 12.349 42.441 4.126 -0.002 0.03 -0.007
Si 15.073 39.667 4.119 0.136 -0.061 -0.053
Si 12.23 47.915 4.119 -0.009 0.081 -0.114
Si 15.006 45.16 4.106 0.002 0.003 0.039
Si 12.347 53.391 4.29 0.046 -0.047 -0.096
Si 15.008 50.721 4.258 -0.024 -0.003 -0.019
Si 12.311 58.795 4.365 -0.01 0.048 -0.172
Si 15.102 56.097 4.323 -0.084 -0.1 -0.029
Si 12.354 64.212 4.212 -0.002 0.04 0.048
Si 15.081 61.494 4.185 0.028 -0.016 -0.171
Si 0.021 -0.066 5.585 -0.006 -0.006 -0.003
Si 2.797 2.664 5.532 -0.009 0.025 -0.004
Si 0.015 5.445 5.487 0.037 0.01 -0.071
Si 2.686 8.175 5.521 0.008 -0.014 -0.014
Si -0.046 10.902 5.55 -0.055 -0.012 -0.035
Si 2.688 13.668 5.537 -0.074 0.008 -0.035
Si -0.032 16.405 5.55 0.03 0.043 0.011
Si 2.702 19.12 5.573 -0.046 -0.062 0.015
Si 0.006 21.868 5.546 0.061 0.066 0.023
Si 2.769 24.582 5.486 -0.05 0.032 -0.054
Si -0.015 27.357 5.448 0.026 -0.004 -0.058
Si 2.713 30.065 5.458 0.022 -0.016 0.005
Si 0.006 32.832 5.443 -0.007 -0.013 0.008
Si 2.731 35.655 5.467 0.023 -0.022 -0.011
Si 0.026 38.32 5.485 -0.185 -0.043 -0.023
Si 2.754 41.148 5.487 0.058 0.029 -0.016
Si -0.005 43.816 5.482 -0.005 0.031 -0.011
Si 2.723 46.604 5.547 0.033 -0.013 0.008
Si -0.018 49.308 5.575 0.06 0.05 -0.015
Si 2.684 52.007 5.6 0.029 -0.002 -0.074
Si 0.035 54.692 5.648 -0.004 0.024 -0.055
Si 2.768 57.405 5.604 0.049 0.029 -0.074
Si 0.02 60.129 5.589 -0.012 0.047 -0.048
Si 2.729 62.816 5.559 -0.028 0.005 -0.047
Si 5.446 -0.035 5.54 0.02 -0.012 -0.021
Si 8.213 2.674 5.542 0.017 0.041 -0.024
Si 5.455 5.408 5.53 -0.002 0.006 -0.04
Si 8.158 8.112 5.53 -0.051 -0.014 0.024
Si 5.352 10.961 5.548 0.022 -0.039 0.027
Si 8.1 13.679 5.568 -0.004 -0.076 0
Si 5.443 16.405 5.551 0.036 0.026 -0.021
Si 8.181 19.116 5.478 0.014 0.013 -0.045
Si 5.47 21.902 5.528 0.069 0.031 -0.009
Si 8.181 24.634 5.484 0.024 -0.009 -0.023
Si 5.474 27.325 5.445 -0.038 0.007 -0.038
Si 8.236 30.099 5.405 0.016 0.069 -0.038
Si 5.493 32.825 5.481 0.038 0.038 0.001
Si 8.221 35.612 5.459 0.047 0.004 -0.039
Si 5.502 38.4 5.428 -0.047 0.007 -0.042
Si 8.221 41.151 5.442 0.043 0.043 -0.05
Si 5.504 43.898 5.482 0.005 0.06 -0.043
Si 8.188 46.593 5.546 -0.038 -0.021 -0.074
Si 5.439 49.314 5.59 0.039 0.025 -0.058
Si 8.187 51.982 5.66 0.042 0.006 0.006
Si 5.448 54.712 5.669 -0.024 -0.079 -0.006
Si 8.199 57.453 5.678 0.057 0.027 -0.037
Si 5.464 60.115 5.598 -0.004 0.006 -0.07
Si 8.195 62.823 5.591 -0.047 -0.002 -0.022
Si 10.965 -0.06 5.568 -0.055 -0.013 0.009
Si 13.699 2.674 5.534 -0.036 -0.011 -0.017
Si 10.914 5.405 5.539 0.022 -0.001 -0.028
Si 13.684 8.13 5.515 -0.002 -0.018 -0.062
Si 10.928 10.846 5.579 -0.025 -0.007 -0.007
Si 13.601 13.627 5.572 -0.055 -0.024 0.005
Si 10.841 16.386 5.568 -0.025 -0.058 -0.057
Si 13.613 19.129 5.571 0.033 -0.009 -0.005
Si 10.932 21.806 5.491 -0.034 -0.013 0.017
Si 13.676 24.609 5.465 0.039 0.009 0.028
Si 10.939 27.388 5.414 -0.007 -0.01 -0.022
Si 13.642 30.122 5.415 -0.019 -0.033 -0.047
Si 10.948 32.847 5.355 0.019 0.08 -0.082
Si 13.659 35.602 5.438 0 -0.033 -0.003
Si 10.997 38.326 5.478 0.03 0.027 -0.008
Si 13.721 41.079 5.483 0.053 0.016 -0.04
Si 10.955 43.835 5.48 -0.022 -0.062 -0.04
Si 13.635 46.542 5.485 -0.022 -0.051 -0.036
Si 10.93 49.231 5.612 -0.084 -0.077 -0.005
Si 13.664 52.021 5.673 0.026 -0.037 0.023
Si 10.974 54.698 5.697 -0.003 0.081 0.048
Si 13.69 57.414 5.684 0.019 0.046 -0.006
Si 10.907 60.15 5.662 0.035 -0.051 0.019
Si 13.705 62.843 5.584 0.003 -0.013 -0.057
Si 1.402 1.321 6.911 0.009 -0.037 0.006
Si 4.114 4.048 6.915 0 -0.022 0.018
Si 1.344 6.802 6.897 -0.064 0.073 -0.004
Si 4.042 9.543 6.902 0.013 0.015 0.01
Si 1.328 12.285 6.9 0.017 0.021 -0.022
Si 4.074 15.027 6.904 0.006 -0.021 -0.019
Si 1.328 17.767 6.929 -0.045 0.048 0.009
Si 4.094 20.518 6.881 -0.014 0.026 0.001
Si 1.38 23.25 6.876 -0.017 -0.036 -0.004
Si 4.11 25.975 6.841 0.026 -0.029 -0.02
Si 1.349 28.707 6.824 0.013 -0.002 0.009
Si 4.094 31.45 6.803 -0.016 0.019 -0.01
Si 1.37 34.227 6.796 0.001 -0.001 -0.006
Si 4.128 37.017 6.802 0 -0.017 -0.016
Si 1.391 39.728 6.826 0.059 -0.037 -0.021
Si 4.125 42.513 6.849 -0.067 0.023 -0.016
Si 1.36 45.187 6.877 0.032 -0.02 -0.02
Si 4.088 47.932 6.953 -0.009 -0.01 0.03
Si 1.347 50.631 6.985 -0.009 -0.012 0.012
Si 4.065 53.334 7.005 -0.015 0.061 0.005
Si 1.402 56.054 7.002 0.01 -0.054 0.004
Si 4.115 58.759 6.99 -0.016 0.003 0.008
Si 1.377 61.484 6.966 -0.016 -0.014 0.019
Si 4.09 64.214 6.914 -0.007 0.011 -0.015
Si 6.835 1.317 6.906 0.007 -0.015 -0.001
Si 9.563 4.047 6.917 -0.01 -0.004 -0.004
Si 6.809 6.766 6.914 0.08 -0.028 -0.008
Si 9.53 9.488 6.905 0.034 0.014 -0.014
Si 6.758 12.29 6.921 -0.038 0.056 -0.022
Si 9.493 15.02 6.931 -0.026 0.077 -0.005
Si 6.822 17.779 6.891 -0.007 -0.026 -0.038
Si 9.548 20.474 6.866 0.035 -0.004 -0.022
Si 6.834 23.27 6.874 -0.036 -0.016 0.023
Si 9.575 26.009 6.803 0.001 -0.024 -0.021
Si 6.849 28.724 6.777 -0.016 0.005 -0.017
Si 9.593 31.481 6.763 0 -0.089 -0.019
Si 6.854 34.224 6.812 -0.012 -0.015 0.016
Si 9.598 36.97 6.819 0.023 -0.046 0.024
Si 6.86 39.763 6.81 -0.037 -0.009 -0.025
Si 9.588 42.476 6.853 -0.016 0.016 -0.024
Si 6.849 45.213 6.911 0.015 -0.047 0.029
Si 9.552 47.894 6.971 0.036 0.033 0.033
Si 6.809 50.623 7.011 -0.056 0.039 0.016
Si 9.574 53.327 7.03 -0.003 -0.013 -0.001
Si 6.829 56.065 7.028 -0.003 0.013 0.006
Si 9.567 58.788 7.049 -0.009 0 0.028
Si 6.819 61.487 6.973 -0.003 0.024 -0.004
Si 9.58 64.206 6.934 0.079 -0.015 -0.015
Si 12.328 1.322 6.921 0.01 -0.009 0.003
Si 15.064 4.067 6.878 -0.026 -0.005 -0.024
Si 12.303 6.775 6.886 -0.001 -0.002 -0.011
Si 15.019 9.512 6.903 0.008 0.013 0.001
Si 12.266 12.245 6.936 0.029 0.019 0.013
Si 15.005 15.012 6.893 0.047 -0.056 -0.002
Si 12.245 17.75 6.909 0.03 0.005 0.01
Si 15.017 20.508 6.896 -0.013 -0.011 -0.012
Si 12.29 23.232 6.826 -0.026 0.036 -0.04
Si 15.034 25.985 6.826 -0.013 -0.046 -0.003
Si 12.29 28.746 6.793 -0.027 0.018 0.017
Si 15.016 31.476 6.791 -0.036 0.065 -0.002
Si 12.29 34.207 6.773 -0.003 0.035 -0.029
Si 15.037 36.956 6.821 0.062 -0.001 -0.004
Si 12.343 39.715 6.841 -0.014 -0.023 0.01
Si 15.061 42.449 6.869 -0.004 0.01 0.004
Si 12.3 45.181 6.89 0.016 0.024 -0.018
Si 15.011 47.899 6.9 0.003 0.003 -0.044
Si 12.294 50.605 6.989 -0.002 0.038 -0.008
Si 15.059 53.348 7.03 -0.018 -0.02 0.009
Si 12.332 56.055 7.062 0.012 -0.086 0.005
Si 15.069 58.787 7.004 -0.063 0.014 0.018
Si 12.316 61.512 6.979 -0.048 0.022 -0.004
Si 15.057 64.212 6.957 -0.003 0.006 0.017
Si 0.021 2.701 8.263 0.004 0.003 -0.002
Si 2.741 -0.048 8.296 -0.014 0.002 0.003
Si -0.015 8.162 8.272 -0.023 -0.036 0.011
Si 2.727 5.431 8.258 0.016 -0.008 -0.003
Si -0.025 13.659 8.264 -0.02 -0.01 -0.004
Si 2.697 10.918 8.269 -0.021 -0.042 0.003
Si -0.032 19.147 8.273 0.009 -0.03 -0.001
Si 2.717 16.404 8.271 -0.024 -0.025 -0.008
Si -0.013 24.625 8.208 0.06 0.071 0.003
Si 2.727 21.879 8.248 -0.035 -0.027 -0.003
Si -0.032 30.091 8.155 0.022 0.005 -0.021
Si 2.717 27.341 8.188 -0.011 0.017 -0.008
Si -0.003 35.579 8.168 -0.054 -0.036 0.004
Si 2.73 32.839 8.15 0.025 0.036 -0.006
Si 0.026 41.076 8.221 -0.012 0.025 -0.003
Si 2.756 38.358 8.185 0.004 -0.003 0.007
Si -0.013 46.534 8.271 0.003 -0.011 0.001
Si 2.745 43.835 8.252 0.019 0.004 0.009
Si -0.007 51.963 8.392 0.009 0.02 0.012
Si 2.72 49.265 8.35 0.028 0.019 0.014
Si 0.016 57.404 8.37 0.016 0.022 -0.004
Si 2.721 54.682 8.402 0 -0.006 0.006
Si 0.009 62.849 8.33 -0.008 -0.004 -0.002
Si 2.736 60.122 8.346 0.042 0.028 -0.002
Si 5.481 2.689 8.282 0.009 0.024 0.007
Si 8.202 -0.045 8.282 -0.018 -0.01 0.003
Si 5.442 8.171 8.253 0.017 0.023 -0.002
Si 8.193 5.417 8.276 -0.011 0.009 0.019
Si 5.432 13.672 8.289 0.006 -0.021 0.019
Si 8.165 10.9 8.246 0.005 -0.012 0.002
Si 5.462 19.156 8.247 0.027 0.021 -0.009
Si 8.169 16.418 8.282 0.006 -0.029 0.001
Si 5.457 24.622 8.228 -0.014 -0.006 -0.002
Si 8.198 21.878 8.217 0.017 0.031 -0.007
Si 5.463 30.075 8.154 -0.021 0.01 -0.005
Si 8.195 27.361 8.17 0.015 0.014 -0.002
Si 5.477 35.606 8.152 0.005 -0.008 -0.006
Si 8.214 32.831 8.151 0.007 0.063 -0.012
Si 5.487 41.114 8.198 0.015 -0.013 -0.008
Si 8.222 38.36 8.161 0.002 0.015 -0.015
Si 5.471 46.552 8.305 -0.029 -0.007 -0.004
Si 8.228 43.83 8.251 -0.017 -0.002 0.015
Si 5.434 51.972 8.384 0.041 -0.007 0
Si 8.188 49.246 8.362 0.004 -0.006 0.002
Si 5.456 57.409 8.397 -0.005 -0.024 0.004
Si 8.193 54.686 8.394 0.031 0.017 0.002
Si 5.451 62.867 8.313 0.037 -0.001 0.006
Si 8.177 60.146 8.381 0.028 -0.007 0.014
Si 10.944 2.687 8.274 0.002 -0.003 0.01
Si 13.686 -0.037 8.308 -0.025 -0.018 0.012
Si 10.931 8.144 8.258 -0.019 0.004 0.012
Si 13.677 5.416 8.254 -0.004 0.01 0.003
Si 10.892 13.642 8.264 -0.012 -0.049 0
Si 13.661 10.89 8.271 -0.004 0.018 0.011
Si 10.907 19.138 8.264 -0.027 -0.019 0
Si 13.64 16.388 8.252 -0.011 0.01 -0.02
Si 10.916 24.616 8.174 0.001 -0.022 0.001
Si 13.65 21.893 8.232 0.061 0.016 0
Si 10.922 30.105 8.157 0.048 0.045 -0.002
Si 13.641 27.356 8.163 -0.018 -0.032 -0.02
Si 10.944 35.574 8.166 -0.028 0.006 0.001
Si 13.649 32.841 8.15 0.023 -0.025 0.003
Si 10.96 41.087 8.2 0.007 -0.003 0.004
Si 13.693 38.333 8.2 0 0.002 -0.004
Si 10.94 46.521 8.303 -0.041 -0.03 0.016
Si 13.682 43.809 8.244 -0.004 -0.013 0.004
Si 10.932 51.947 8.389 -0.012 -0.005 0.013
Si 13.669 49.235 8.336 -0.015 0 0.007
Si 10.935 57.41 8.404 0.001 0.017 0.005
Si 13.688 54.681 8.417 0.006 0.03 0.021
Si 10.941 62.871 8.338 0.006 0.019 0.022
Si 13.673 60.137 8.356 0.023 -0.005 -0.008
Si 1.374 4.068 9.644 -0.023 0.006 0
Si 4.112 1.328 9.649 0.01 -0.015 -0.004
Si 1.349 9.538 9.63 0.002 0.035 0.001
Si 4.09 6.801 9.631 -0.017 0.001 -0.016
Si 1.347 15.032 9.626 0.013 -0.008 0
Si 4.076 12.284 9.631 0.014 0.029 -0.01
Si 1.351 20.522 9.615 -0.003 0.021 0.008
Si 4.097 17.787 9.615 0 0.004 -0.017
Si 1.345 25.991 9.57 -0.01 -0.029 -0.002
Si 4.091 23.258 9.595 0.009 0.001 -0.001
Si 1.35 31.461 9.501 -0.025 0.015 -0.003
Si 4.086 28.719 9.533 0.013 -0.014 -0.005
Si 1.375 36.961 9.518 0.005 -0.013 -0.015
Si 4.103 34.216 9.499 -0.01 -0.006 0.016
Si 1.385 42.44 9.605 0.018 -0.02 -0.001
Si 4.12 39.726 9.553 -0.026 -0.009 0.004
Si 1.347 47.878 9.691 0.017 0.017 -0.008
Si 4.105 45.176 9.661 0.002 0.009 0.005
Si 1.358 53.312 9.776 -0.006 0.015 0.007
Si 4.08 50.6 9.761 -0.003 0.006 0.01
Si 1.378 58.764 9.736 -0.018 -0.02 0.006
Si 4.092 56.037 9.767 0.006 0.004 0.007
Si 1.376 64.225 9.678 -0.021 -0.008 0.012
Si 4.099 61.5 9.7 -0.028 0.006 -0.008
Si 6.837 4.06 9.649 0.016 -0.013 0.01
Si 9.571 1.329 9.644 0.022 -0.001 -0.01
Si 6.816 9.534 9.626 -0.007 -0.004 -0.002
Si 9.563 6.791 9.631 0.022 -0.009 0.001
Si 6.816 15.041 9.639 0 0.034 -0.005
Si 9.538 12.267 9.622 -0.009 0.023 0.004
Si 6.835 20.525 9.601 -0.036 -0.018 -0.011
Si 9.554 17.776 9.633 0.013 0.013 0.005
Si 6.829 26 9.56 -0.025 -0.026 0.001
Si 9.562 23.256 9.567 -0.014 -0.013 0.001
Si 6.825 31.459 9.507 -0.014 -0.019 -0.007
Si 9.554 28.734 9.526 -0.028 0.005 -0.007
Si 6.847 36.976 9.511 -0.009 -0.005 -0.006
Si 9.566 34.207 9.519 0.029 -0.01 0.01
Si 6.854 42.455 9.595 0.009 -0.001 -0.013
Si 9.585 39.712 9.547 0.008 -0.009 -0.005
Si 6.828 47.879 9.73 0 -0.002 0.007
Si 9.579 45.162 9.671 0.028 -0.011 0.013
Si 6.816 53.317 9.762 -0.03 0.011 0.006
Si 9.557 50.586 9.755 -0.016 0.011 0.015
Si 6.82 58.776 9.758 0.011 0.009 0.005
Si 9.564 56.039 9.769 -0.004 -0.009 0.005
Si 6.834 64.232 9.665 0.011 -0.002 -0.002
Si 9.566 61.514 9.718 0 -0.007 0.006
Si 12.309 4.059 9.632 0.002 -0.013 0.007
Si 15.06 1.342 9.655 -0.005 -0.001 -0.005
Si 12.291 9.524 9.623 -0.001 0.019 -0.003
Si 15.029 6.791 9.628 0.013 0.022 -0.005
Si 12.278 15.014 9.612 0.022 0.001 -0.003
Si 15.027 12.276 9.62 0.012 -0.007 0.003
Si 12.286 20.521 9.603 -0.009 0.008 -0.011
Si 15.007 17.767 9.616 0.005 0.012 0.004
Si 12.276 25.986 9.538 -0.007 -0.015 -0.002
Si 15.02 23.268 9.586 -0.017 -0.01 0.003
Si 12.285 31.468 9.518 -0.031 -0.006 -0.007
Si 15.007 28.723 9.521 0.002 0.006 -0.009
Si 12.311 36.948 9.532 0.023 0.002 -0.003
Si 15.028 34.201 9.51 0.002 0.012 0
Si 12.315 42.437 9.605 0.011 0.012 -0.005
Si 15.057 39.7 9.573 0.018 -0.017 0.002
Si 12.3 47.868 9.703 -0.006 0.008 -0.007
Si 15.036 45.16 9.646 0.011 0.004 -0.008
Si 12.305 53.303 9.766 -0.001 -0.017 -0.002
Si 15.026 50.585 9.74 0.023 -0.001 0.004
Si 12.316 58.773 9.747 -0.021 -0.01 0.008
Si 15.063 56.042 9.766 -0.048 -0.032 0.008
Si 12.314 64.24 9.692 -0.008 0.014 0.013
Si 15.047 61.497 9.711 -0.04 0 0.002
Si 0.015 -0.026 11.036 0.013 -0.019 -0.006
Si 2.751 2.702 11.013 0.005 -0.008 -0.004
Si -0.007 5.438 11.002 -0.026 0.013 -0.004
Si 2.727 8.18 10.994 0 0.001 -0.002
Si -0.007 10.916 10.984 -0.004 -0.02 0.004
Si 2.726 13.669 10.984 -0.01 -0.042 -0.005
Si -0.019 16.412 10.98 -0.004 0.007 -0.001
Si 2.732 19.162 10.975 0.008 -0.018 0.005
Si -0.021 21.903 10.961 0.015 -0.03 0
Si 2.702 24.621 10.94 -0.002 -0.001 -0.005
Si -0.05 27.36 10.904 0.014 0.023 0.002
Si 2.697 30.087 10.879 -0.001 0.033 -0.009
Si -0.02 32.82 10.862 -0.002 0.002 -0.009
Si 2.736 35.575 10.866 -0.001 0.008 -0.006
Si 0.023 38.317 10.911 -0.014 0.003 -0.012
Si 2.763 41.066 10.957 0.003 -0.014 0.004
Si 0.005 43.78 10.995 0.002 0.002 -0.017
Si 2.731 46.517 11.056 0.005 -0.014 -0.004
Si -0.016 49.215 11.105 -0.011 0.007 0.001
Si 2.709 51.94 11.157 0.007 0.026 0.012
Si -0.007 54.662 11.157 0.016 0.005 0.012
Si 2.72 57.396 11.13 0.016 -0.011 0.004
Si -0.005 60.126 11.086 0.002 0.021 -0.004
Si 2.731 62.863 11.059 0.026 -0.004 0.004
Si 5.477 -0.024 11.028 0.004 0.002 0.005
Si 8.21 2.701 11.01 -0.012 0 0.012
Si 5.47 5.44 11 0.013 -0.001 -0.002
Si 8.203 8.174 10.993 0.024 0.001 0.01
Si 5.462 10.922 10.988 -0.002 -0.005 -0.003
Si 8.199 13.668 10.985 -0.028 -0.005 0.008
Si 5.472 16.435 10.989 -0.024 -0.038 -0.007
Si 8.202 19.167 10.978 -0.008 -0.007 0.002
Si 5.464 21.897 10.955 -0.007 0.011 -0.009
Si 8.183 24.62 10.926 0.009 0.015 0.003
Si 5.436 27.352 10.912 -0.009 0.026 -0.009
Si 8.167 30.084 10.885 0.022 0.009 -0.019
Si 5.448 32.829 10.866 0.004 0.032 0.002
Si 8.197 35.586 10.87 -0.018 -0.006 -0.017
Si 5.484 38.332 10.89 0.023 -0.009 -0.014
Si 8.23 41.073 10.934 -0.026 -0.006 0.001
Si 5.5 43.802 11 -0.02 -0.024 -0.006
Si 8.219 46.506 11.081 -0.005 0 0.013
Si 5.458 49.23 11.124 -0.015 0.009 -0.004
Si 8.184 51.944 11.134 0.018 -0.009 0
Si 5.439 54.663 11.146 0.029 0.025 0.003
Si 8.181 57.401 11.127 0.016 0 0.005
Si 5.441 60.146 11.107 0.005 -0.001 0.009
Si 8.183 62.879 11.067 0.006 0.02 0.004
Si 10.928 -0.02 11.038 0 0 0.008
Si 13.672 2.703 11.015 -0.003 0.008 -0.002
Si 10.935 5.429 10.992 -0.011 0.012 0.003
Si 13.664 8.165 10.986 -0.018 -0.011 0.003
Si 10.93 10.907 10.979 0.016 -0.015 0.004
Si 13.661 13.654 10.971 -0.002 -0.007 -0.002
Si 10.934 16.403 10.976 -0.014 -0.005 -0.001
Si 13.65 19.148 10.971 0.016 -0.017 0.001
Si 10.921 21.9 10.956 0.011 0.001 -0.002
Si 13.627 24.631 10.935 0.015 0.035 0
Si 10.9 27.35 10.898 0.024 0.001 -0.009
Si 13.634 30.083 10.879 0.032 0.013 -0.004
Si 10.915 32.828 10.88 0.007 0.021 -0.01
Si 13.672 35.565 10.881 0.021 -0.013 -0.015
Si 10.942 38.32 10.894 -0.023 0 -0.007
Si 13.683 41.053 10.956 -0.008 0.001 -0.001
Si 10.963 43.789 11.012 -0.038 -0.01 0.013
Si 13.676 46.499 11.06 -0.001 -0.019 0.008
Si 10.936 49.21 11.109 0.015 -0.004 0.003
Si 13.663 51.931 11.142 -0.024 0.019 0.016
Si 10.93 54.663 11.136 0.005 0.004 -0.003
Si 13.676 57.396 11.121 0.04 0.012 0.005
Si 10.929 60.142 11.09 -0.006 0.001 -0.004
Si 13.679 62.87 11.064 0.014 -0.02 -0.006
Si 1.399 1.334 12.394 -0.029 0.013 0.012
Si 4.122 4.07 12.379 -0.016 0.013 0.001
Si 1.358 6.814 12.361 0.009 0.002 -0.005
Si 4.098 9.555 12.353 -0.008 0 -0.004
Si 1.365 12.291 12.334 0.032 0.049 0.009
Si 4.107 15.051 12.323 0.023 0.051 -0.028
Si 1.358 17.793 12.329 -0.012 -0.005 -0.005
Si 4.104 20.543 12.331 0.006 0 -0.025
Si 1.342 23.272 12.329 0.012 0.035 0.005
Si 4.063 25.994 12.287 0.018 -0.012 -0.001
Si 1.314 28.732 12.253 -0.011 -0.027 -0.009
Si 4.065 31.459 12.233 -0.006 -0.023 0.005
Si 1.363 34.185 12.205 -0.037 -0.019 0.003
Si 4.104 36.947 12.225 -0.031 -0.026 0
Si 1.39 39.672 12.297 0.009 -0.006 0.008
Si 4.141 42.413 12.341 0.018 0.029 -0.002
Si 1.36 45.129 12.395 -0.001 -0.009 -0.004
Si 4.09 47.85 12.482 0.004 0.01 0.004
Si 1.334 50.561 12.518 0.016 -0.008 -0.01
Si 4.073 53.302 12.538 -0.001 -0.024 0.005
Si 1.366 56.025 12.52 -0.004 0.019 0.003
Si 4.074 58.78 12.487 0.005 0.001 0.012
Si 1.365 61.498 12.434 -0.033 -0.019 -0.004
Si 4.112 64.24 12.396 -0.019 -0.01 -0.015
Si 6.845 1.348 12.387 0.007 -0.003 -0.005
Si 9.569 4.077 12.371 0.046 0.009 -0.006
Si 6.842 6.807 12.365 -0.042 -0.021 0
Si 9.582 9.54 12.36 -0.027 0.027 0.008
Si 6.84 12.297 12.344 0.005 0.008 -0.016
Si 9.582 15.037 12.345 0.03 0.013 -0.002
Si 6.852 17.802 12.349 0.019 0.031 -0.006
Si 9.573 20.534 12.337 -0.008 0.014 -0.007
Si 6.83 23.258 12.316 -0.062 -0.034 -0.003
Si 9.53 25.998 12.286 -0.02 -0.049 -0.017
Si 6.799 28.722 12.264 -0.035 0.006 0.007
Si 9.529 31.462 12.229 -0.016 -0.015 0.006
Si 6.816 34.211 12.214 0.05 0.041 -0.007
Si 9.57 36.943 12.239 0.018 0.012 -0.001
Si 6.86 39.684 12.261 -0.007 0.001 -0.013
Si 9.588 42.41 12.348 0.031 -0.009 -0.015
Si 6.86 45.121 12.436 -0.027 -0.011 0.003
Si 9.582 47.846 12.495 -0.016 -0.007 0.004
Si 6.823 50.58 12.521 0.008 0.018 0.009
Si 9.555 53.301 12.51 -0.009 0.015 0
Si 6.804 56.036 12.502 -0.016 -0.007 0.002
Si 9.56 58.779 12.468 0.014 -0.001 0.004
Si 6.811 61.526 12.455 0.046 -0.006 0.01
Si 9.556 64.253 12.415 0.005 0.002 -0.002
Si 12.297 1.35 12.397 -0.014 -0.006 0.008
Si 15.029 4.082 12.378 0.025 -0.008 -0.004
Si 12.294 6.804 12.349 0.015 0.008 -0.021
Si 15.036 9.542 12.338 0.011 0.012 0
Si 12.306 12.282 12.334 -0.014 -0.002 -0.003
Si 15.025 15.031 12.334 -0.033 -0.041 0
Si 12.299 17.771 12.341 0.006 0.017 0.004
Si 15.017 20.532 12.319 0.007 0.004 -0.022
Si 12.264 23.276 12.329 0.008 -0.028 0
Si 14.98 26.014 12.289 0.011 -0.008 -0.02
Si 12.268 28.716 12.251 -0.045 -0.007 -0.009
Si 15.008 31.454 12.218 0.001 -0.016 -0.012
Si 12.294 34.192 12.227 -0.007 0.009 0.012
Si 15.051 36.925 12.236 0.004 0.009 0.004
Si 12.296 39.67 12.288 0.023 -0.034 0.007
Si 15.046 42.401 12.355 0.021 0.018 0.005
Si 12.318 45.128 12.431 0.022 0.024 -0.007
Si 15.022 47.847 12.473 0.03 0.023 -0.014
Si 12.292 50.558 12.511 -0.024 -0.011 -0.012
Si 15.031 53.286 12.532 -0.004 0.003 -0.004
Si 12.312 56.022 12.497 -0.052 -0.038 -0.004
Si 15.053 58.758 12.476 -0.058 -0.022 0.015
Si 12.311 61.507 12.437 0.008 0.011 0.008
Si 15.058 64.237 12.414 -0.028 0.012 0.011
Si 0.01 2.713 13.717 -0.013 0.025 -0.023
Si 2.782 -0.023 13.776 0.039 -0.065 0.012
Si -0.016 8.186 13.722 -0.005 0.011 0.014
Si 2.746 5.454 13.71 -0.01 0.034 -0.017
Si 0.004 13.669 13.68 0.031 -0.036 -0.013
Si 2.73 10.935 13.709 0.007 -0.032 0.018
Si -0.007 19.179 13.681 0.008 0.023 0.029
Si 2.747 16.427 13.669 0.057 -0.071 0.015
Si -0.069 24.646 13.65 -0.005 0.01 -0.006
Si 2.73 21.91 13.693 0.001 -0.056 0.038
Si -0.075 30.088 13.608 -0.009 0.049 0.021
Si 2.657 27.354 13.623 -0.016 0.043 -0.011
Si 0.018 35.547 13.574 0.002 0.009 -0.013
Si 2.687 32.815 13.599 -0.014 0.08 0.01
Si 0.017 41.01 13.687 -0.005 -0.01 -0.001
Si 2.772 38.292 13.636 0.014 -0.028 0.021
Si -0.013 46.455 13.808 0.017 -0.025 -0.032
Si 2.761 43.755 13.716 -0.012 -0.031 -0.024
Si -0.044 51.893 13.926 0.031 0.04 0.03
Si 2.7 49.183 13.882 -0.022 0.06 0.009
Si 0.004 57.402 13.875 0.012 -0.056 -0.002
Si 2.693 54.65 13.927 0.019 0.031 0.015
Si 0.025 62.881 13.796 0.001 -0.029 0.015
Si 2.69 60.141 13.846 0.007 0.039 -0.01
Si 5.501 2.717 13.763 0.008 -0.017 0.013
Si 8.191 -0.003 13.78 0.026 -0.019 0.006
Si 5.486 8.203 13.711 0.001 -0.011 -0.005
Si 8.207 5.441 13.744 0.027 0.011 0.006
Si 5.479 13.692 13.685 -0.053 -0.013 0.02
Si 8.239 10.952 13.704 -0.04 -0.009 0.006
Si 5.506 19.207 13.691 -0.068 -0.023 0.014
Si 8.236 16.431 13.706 -0.03 -0.03 -0.006
Si 5.431 24.625 13.65 0.022 0.012 -0.015
Si 8.213 21.91 13.699 0.009 -0.026 -0.014
Si 5.41 30.083 13.606 0.035 -0.014 0.001
Si 8.139 27.344 13.645 0.02 0.032 0.005
Si 5.449 35.568 13.582 0.001 -0.024 -0.003
Si 8.156 32.831 13.579 -0.041 0.005 -0.006
Si 5.534 41.032 13.671 -0.003 -0.048 -0.005
Si 8.216 38.311 13.611 -0.01 -0.014 -0.022
Si 5.489 46.474 13.825 -0.01 -0.01 -0.007
Si 8.258 43.744 13.784 -0.001 -0.009 0.034
Si 5.438 51.931 13.911 -0.007 0.032 0.003
Si 8.215 49.213 13.881 0.001 -0.016 -0.003
Si 5.421 57.402 13.863 0.022 -0.011 -0.008
Si 8.165 54.665 13.869 0.035 -0.012 -0.002
Si 5.438 62.9 13.815 -0.032 0.059 0.02
Si 8.171 60.148 13.816 -0.009 -0.006 0.009
Si 10.926 2.729 13.76 -0.024 -0.001 0.004
Si 13.662 -0.033 13.753 0.037 -0.014 -0.01
Si 10.951 8.166 13.731 0.065 -0.077 0.017
Si 13.642 5.453 13.734 -0.048 0.061 0.036
Si 10.971 13.675 13.7 0.004 -0.003 0.008
Si 13.683 10.919 13.693 -0.022 0.009 -0.026
Si 10.936 19.15 13.695 -0.023 -0.028 -0.005
Si 13.669 16.4 13.709 0.033 0.047 0.013
Si 10.876 24.65 13.686 -0.031 0.093 0.028
Si 13.636 21.892 13.677 0.024 -0.022 0
Si 10.88 30.081 13.58 0.031 0.011 -0.031
Si 13.601 27.366 13.667 0.052 0.001 0.048
Si 10.925 35.553 13.582 -0.008 -0.017 0.002
Si 13.648 32.811 13.579 0.044 -0.004 -0.031
Si 10.941 41.022 13.694 -0.045 0.04 -0.006
Si 13.663 38.259 13.6 0.019 0.018 -0.025
Si 10.968 46.47 13.858 -0.01 -0.041 0.02
Si 13.684 43.733 13.775 0.003 -0.028 0.014
Si 10.922 51.927 13.884 0.003 -0.006 -0.025
Si 13.653 49.184 13.889 0.004 0.01 -0.015
Si 10.932 57.406 13.831 0.008 0.03 0.018
Si 13.671 54.663 13.902 -0.018 0.006 0.023
Si 10.921 62.878 13.771 -0.007 0.012 -0.01
Si 13.675 60.135 13.812 0.013 0.016 -0.014
Si 1.39 4.077 15.063 0.008 -0.052 0.021
Si 4.173 1.329 15.144 -0.045 0.07 0.03
Si 1.353 9.568 15.076 0.021 0.011 0.026
Si 4.109 6.837 15.062 -0.002 -0.06 -0.012
Si 1.39 15.04 15.017 -0.066 0.073 -0.001
Si 4.104 12.332 15.045 0.066 0.059 -0.003
Si 1.346 20.559 15.061 0 -0.023 -0.014
Si 4.122 17.827 14.994 0 0.049 -0.056
Si 1.261 26.031 15.011 0.011 -0.018 0.046
Si 4.099 23.281 15.06 0.015 0.082 0.014
Si 1.287 31.455 14.958 -0.045 -0.081 0.018
Si 4.031 28.709 14.967 -0.036 0.027 0.008
Si 1.408 36.871 14.956 -0.008 -0.013 0.025
Si 4.079 34.186 14.935 -0.018 0.045 0.022
Si 1.417 42.358 15.055 0.023 0.084 -0.002
Si 4.165 39.654 15 -0.005 0.06 -0.002
Si 1.327 47.782 15.232 0.012 -0.021 0.062
Si 4.104 45.079 15.144 0.033 -0.024 0.015
Si 1.315 53.265 15.306 -0.045 -0.07 0.063
Si 4.063 50.543 15.27 -0.02 -0.041 0.062
Si 1.348 58.777 15.261 0.002 0.016 0.085
Si 4.053 56.057 15.274 -0.007 0.008 0.055
Si 1.426 64.238 15.153 -0.006 0.061 0.024
Si 4.035 61.551 15.178 -0.009 -0.119 0.015
Si 6.867 4.075 15.146 -0.05 0.053 0.045
Si 9.555 1.374 15.138 0.028 0.013 0.05
Si 6.871 9.586 15.05 0.056 -0.021 -0.004
Si 9.577 6.806 15.108 -0.091 0.028 -0.008
Si 6.874 15.046 15.04 0.021 0.021 0.022
Si 9.623 12.318 15.073 0.046 -0.03 0.016
Si 6.892 20.541 15.092 0.02 0.043 0.025
Si 9.608 17.783 15.096 0.062 0.087 0.079
Si 6.772 25.977 15.03 -0.102 -0.055 0.016
Si 9.521 23.301 15.093 -0.013 -0.075 0.067
Si 6.757 31.488 14.941 0.077 0.005 -0.013
Si 9.505 28.744 14.958 -0.044 -0.023 0.021
Si 6.823 36.946 14.925 0.021 -0.023 0.013
Si 9.547 34.182 14.923 0.049 0.046 -0.001
Si 6.92 42.314 15.112 -0.054 0.004 0.033
Si 9.565 39.642 15.03 0.021 -0.049 0.063
Si 6.872 47.808 15.233 -0.027 0.041 0.067
Si 9.635 45.06 15.222 -0.016 0.045 0.042
Si 6.797 53.322 15.279 0.005 -0.003 0.046
Si 9.555 50.59 15.287 0.014 0.058 0.08
Si 6.786 58.796 15.194 0.026 0.029 0.041
Si 9.536 56.061 15.194 -0.016 -0.057 0.011
Si 6.814 64.285 15.165 0.013 -0.026 0.028
Si 9.558 61.524 15.149 0.063 0.038 0.014
Si 12.268 4.112 15.132 0.034 0.031 0.04
Si 15.043 1.351 15.071 0.003 -0.057 -0.005
Si 12.349 9.538 15.064 -0.03 0.074 0.033
Si 15.007 6.828 15.089 -0.001 -0.03 0.024
Si 12.328 15.024 15.1 -0.081 -0.078 0.06
Si 15.06 12.29 15.039 0.022 0.009 0.024
Si 12.296 20.512 15.055 0.038 0.013 0.032
Si 15.054 17.789 15.033 -0.037 -0.055 0.009
Si 12.214 26.028 15.063 -0.055 -0.038 -0.008
Si 14.979 23.285 15.024 0.068 0.021 -0.007
Si 12.254 31.445 14.914 -0.107 -0.021 0.035
Si 14.947 28.77 15.018 0.026 0.001 0.035
Si 12.302 36.884 14.96 0.033 0.033 0.042
Si 15.039 34.18 14.905 0.027 -0.031 0.008
Si 12.309 42.335 15.112 0.039 -0.017 0.034
Si 15.029 39.591 14.975 -0.045 -0.056 0.006
Si 12.305 47.827 15.289 -0.005 0.032 0.113
Si 15.044 45.079 15.178 0.052 0.009 0.065
Si 12.302 53.269 15.26 -0.056 0.038 0.023
Si 14.988 50.517 15.321 -0.041 -0.011 0.092
Si 12.31 58.773 15.191 -0.04 -0.075 0.019
Si 15.054 56.044 15.263 0.049 0.03 0.012
Si 12.292 64.232 15.132 -0.028 -0.01 -0.016
Si 15.062 61.502 15.151 -0.025 0.011 0.039
Si 0.037 0.015 16.42 -0.001 -0.015 0.067
Si 2.777 2.72 16.422 0.024 0.008 0.133
Si -0.026 5.413 16.386 -0.028 0.161 -0.024
Si 2.74 8.202 16.413 -0.083 0.064 -0.025
Si -0.03 10.927 16.455 0.027 0.075 0.026
Si 2.698 13.662 16.413 0.062 -0.062 0.128
Si 0.086 16.464 16.364 0.071 -0.023 0.096
Si 2.78 19.194 16.363 0.037 -0.047 0.172
Si -0.053 21.951 16.401 -0.067 0.044 0.033
Si 2.616 24.631 16.346 0.017 0.032 0.016
Si -0.117 27.405 16.397 -0.021 0.008 0.092
Si 2.639 30.07 16.302 -0.012 -0.023 0.045
Si -0.06 32.842 16.323 -0.033 0.125 0.127
Si 2.799 35.552 16.361 -0.031 -0.112 0.145
Si -0.013 38.185 16.276 0.028 0.061 -0.046
Si 2.806 40.987 16.386 0.14 -0.099 0
Si 0.063 43.681 16.462 -0.038 -0.008 0.068
Si 2.728 46.399 16.566 -0.115 0.014 0.007
Si -0.105 49.038 16.669 0.111 0.105 0.025
Si 2.666 51.868 16.687 -0.001 0.018 0.054
Si -0.068 54.634 16.693 0.002 0.042 0.016
Si 2.679 57.407 16.682 0.056 -0.047 0.103
Si -0.003 60.19 16.61 -0.046 0.001 0.005
Si 2.74 62.904 16.635 -0.005 -0.006 0.06
Si 5.537 0.037 16.626 0.021 -0.059 0.026
Si 8.199 2.699 16.581 0.128 -0.052 -0.046
Si 5.49 5.503 16.436 0.036 -0.024 0.128
Si 8.264 8.26 16.428 -0.079 -0.045 0.195
Si 5.531 10.999 16.37 -0.082 -0.008 -0.053
Si 8.27 13.707 16.428 -0.086 0.051 -0.025
Si 5.505 16.474 16.323 0.005 -0.014 0.08
Si 8.266 19.161 16.49 0.046 -0.049 0.062
Si 5.585 21.998 16.425 -0.086 -0.175 0.025
Si 8.114 24.662 16.485 0.085 0.089 -0.063
Si 5.335 27.307 16.35 0.069 -0.033 -0.001
Si 8.129 30.13 16.271 -0.069 0.085 0.027
Si 5.36 32.795 16.331 0.02 0.025 -0.019
Si 8.149 35.539 16.237 -0.049 0.065 0.035
Si 5.559 38.326 16.363 -0.075 -0.106 0.006
Si 8.271 40.938 16.544 0.023 0.022 0.052
Si 5.52 43.676 16.42 -0.02 0.005 0.103
Si 8.3 46.461 16.603 0.067 -0.115 0.088
Si 5.45 49.135 16.6 0.035 0.067 -0.026
Si 8.154 51.954 16.668 0.007 0.051 0.053
Si 5.424 54.711 16.655 -0.028 -0.063 -0.08
Si 8.16 57.434 16.557 0.03 0.063 -0.012
Si 5.359 60.157 16.519 -0.044 0.069 0.091
Si 8.168 62.886 16.485 -0.006 0.051 0.069
Si 10.934 0 16.472 -0.105 0.007 0.041
Si 13.671 2.71 16.418 -0.078 0.043 -0.004
Si 10.854 5.427 16.55 0.098 -0.037 0.029
Si 13.678 8.21 16.507 0.039 -0.1 0.007
Si 11.029 10.943 16.408 -0.038 -0.023 0.151
Si 13.774 13.677 16.429 0.01 -0.086 0.056
Si 10.95 16.382 16.488 0.06 0.025 -0.053
Si 13.663 19.113 16.405 0.035 0.057 0.102
Si 10.934 21.907 16.401 -0.112 0.006 0.014
Si 13.557 24.593 16.389 0.021 0.098 0.064
Si 10.828 27.442 16.408 0.028 -0.037 0.023
Si 13.534 30.13 16.377 0.047 -0.001 0.006
Si 10.908 32.803 16.27 0.033 -0.117 0.047
Si 13.672 35.485 16.284 -0.019 0.061 -0.019
Si 10.929 38.234 16.326 0.006 0.052 0.122
Si 13.651 40.872 16.396 0.029 0.039 0.119
Si 10.995 43.64 16.602 0.017 -0.016 -0.014
Si 13.665 46.381 16.633 -0.032 0.003 -0.002
Si 10.954 49.259 16.68 -0.025 -0.156 0.009
Si 13.616 51.904 16.724 0.081 -0.077 0.043
Si 10.919 54.695 16.535 -0.011 -0.039 0.097
Si 13.736 57.489 16.596 -0.079 -0.035 0.076
Si 10.907 60.14 16.513 -0.022 0.002 0.02
Si 13.653 62.838 16.474 0.12 -0.097 0.008
Si 1.418 1.363 17.805 0.043 0.058 -0.034
Si 4.158 4.078 17.789 -0.035 -0.098 -0.249
Si 1.313 6.807 17.712 -0.01 -0.092 -0.16
Si 4.099 9.685 17.672 0.038 0.004 -0.1
Si 1.31 12.296 17.845 0.005 -0.02 -0.028
Si 4.108 15.125 17.625 -0.109 0.186 -0.184
Si 1.436 17.833 17.769 0.034 -0.01 -0.127
Si 4.206 20.588 17.658 -0.069 -0.076 -0.181
Si 1.274 23.341 17.789 -0.077 0.052 0.104
Si 3.918 25.962 17.76 -0.038 0.079 0.07
Si 1.291 28.775 17.751 0.01 -0.054 -0.086
Si 3.965 31.408 17.696 -0.069 0.086 -0.093
Si 1.433 34.103 17.689 0.125 0.007 0.034
Si 4.204 36.985 17.708 0.018 0.016 -0.102
Si 1.392 39.531 17.573 -0.018 -0.076 -0.149
Si 4.217 42.287 17.821 0.026 0.079 0.007
Si 1.375 45.017 17.951 0.034 -0.009 -0.007
Si 4.125 47.703 17.956 0.118 0.006 -0.074
Si 1.289 50.368 18.019 -0.071 -0.068 -0.081
Si 4.048 53.318 18.009 -0.082 0.029 -0.096
Si 1.295 56.006 18.063 0.084 -0.028 -0.004
Si 4.017 58.878 18.027 0.04 0.185 0.13
Si 1.305 61.566 18.031 0.023 -0.018 -0.023
Si 4.192 64.264 17.974 0.001 -0.041 -0.036
Si 6.926 1.374 18.093 0.022 -0.064 0.142
Si 9.529 4.012 18.016 0.014 0.119 0.146
Si 6.843 6.932 17.779 0.131 0.091 -0.224
Si 9.649 9.647 17.826 0.044 -0.051 -0.04
Si 6.915 12.335 17.762 0.074 -0.147 -0.122
Si 9.567 15.048 17.895 -0.107 0.029 0.117
Si 6.886 17.724 17.79 0.008 -0.035 -0.053
Si 9.674 20.559 17.858 0.005 -0.062 0.056
Si 6.855 23.314 17.984 0.011 -0.02 0.312
Si 9.453 26.102 17.791 -0.038 0.036 0.015
Si 6.711 28.762 17.56 0.131 -0.079 -0.215
Si 9.486 31.509 17.646 0.07 -0.077 -0.014
Si 6.749 34.221 17.584 -0.058 0.059 -0.018
Si 9.5 36.875 17.613 0.018 0.126 -0.101
Si 6.883 39.561 17.913 -0.013 -0.064 0.135
Si 9.708 42.195 17.99 0.112 -0.138 -0.027
Si 6.931 44.953 17.817 -0.066 -0.022 -0.191
Si 9.666 47.844 18.059 -0.03 0.171 0.089
Si 6.752 50.523 18.005 0.058 -0.049 -0.074
Si 9.518 53.438 17.98 0.032 0.003 -0.076
Si 6.755 56.178 17.982 -0.124 0.035 0.045
Si 9.523 58.81 17.906 0.041 0.023 -0.021
Si 6.748 61.53 17.821 -0.084 -0.141 -0.106
Si 9.521 64.29 17.823 0.01 -0.015 -0.207
Si 12.31 1.383 17.81 0.07 0.045 -0.12
Si 15.054 4.035 17.77 0.128 -0.15 -0.022
Si 12.232 6.86 17.823 -0.216 0.192 -0.044
Si 15.098 9.543 17.912 -0.045 0.061 0.026
Si 12.473 12.234 17.784 0.149 -0.084 -0.146
Si 15.2 15.069 17.74 -0.048 0.009 -0.136
Si 12.394 17.689 17.837 0.084 -0.064 -0.107
Si 14.976 20.563 17.727 -0.11 -0.029 0.01
Si 12.237 23.227 17.837 0.117 -0.009 0.122
Si 14.788 26.083 17.71 0 0.058 -0.091
Si 12.108 28.859 17.817 -0.101 0.167 0.058
Si 14.838 31.591 17.69 -0.087 0.115 -0.011
Si 12.299 34.124 17.638 0.078 -0.074 -0.083
Si 15.082 36.779 17.643 0.104 -0.097 -0.033
Si 12.293 39.481 17.814 -0.04 -0.01 0.092
Si 15.102 42.203 17.687 -0.038 -0.002 -0.199
Si 12.367 44.97 18.025 0.072 -0.105 0.048
Si 14.955 47.663 18.146 0.027 0.075 0.142
Si 12.253 50.585 18.195 -0.093 0.156 0.147
Si 14.965 53.27 18.118 -0.015 0.052 0.023
Si 12.354 56.046 17.842 0.082 -0.103 -0.098
Si 15.038 58.906 18.061 -0.061 0.007 0.076
Si 12.334 61.431 17.874 0.058 -0.053 0.007
Si 15.067 64.244 17.716 0.004 -0.011 -0.227
Si 0.073 2.751 19.194 0.027 0.016 0.296
Si 2.77 0.002 19.227 -0.15 0.052 0.202
Si 0.064 8.102 19.218 -0.045 -0.04 0.108
Si 2.718 5.479 18.994 -0.155 -0.155 0.255
Si 0.05 13.775 19.249 0.049 -0.063 0.243
Si 2.703 10.864 19.131 -0.026 0.14 0.256
Si 0.083 19.328 19.017 0.17 -0.068 0.431
Si 2.857 16.455 19.112 0.035 0.143 0.297
Si -0.299 24.741 19.07 0.07 -0.22 0.116
Si 2.815 21.924 18.964 -0.128 0.027 0.387
Si -0.162 30.244 18.907 0.104 -0.064 0.186
Si 2.539 27.31 19.199 -0.027 0.103 0.148
Si 0.107 35.5 19.01 0.062 0.042 0.245
Si 2.689 32.688 19.202 -0.244 0.094 0.321
Si 0.061 40.796 18.959 -0.197 -0.118 0.132
Si 2.764 38.335 18.993 -0.051 -0.032 0.213
Si -0.081 46.163 19.488 0.09 -0.224 0.292
Si 2.819 43.603 19.213 0.285 0.13 0.273
Si -0.064 51.767 19.395 0.074 -0.013 0.053
Si 2.701 48.941 19.362 -0.075 0.058 0.161
Si -0.049 57.453 19.393 -0.092 -0.108 0.206
Si 2.704 54.644 19.464 0.028 0.074 0.189
Si -0.136 62.985 19.272 -0.033 0.083 0.238
Si 2.641 60.266 19.493 0.114 -0.203 0.257
Si 5.494 2.849 19.341 -0.149 0.146 0.276
Si 8.347 -0.108 19.487 -0.028 -0.006 0.183
Si 5.496 8.449 19.034 0.216 0.003 0.183
Si 8.101 5.544 19.233 0.015 0.103 0.156
Si 5.436 13.733 18.877 -0.181 -0.003 0.167
Si 8.366 11.118 19.195 0.145 -0.027 0.416
Si 5.61 19.263 19.008 0.003 0.008 0.27
Si 8.062 16.319 19.362 -0.054 -0.052 0.202
Si 5.233 24.673 19.255 0.002 -0.014 0.439
Si 8.461 21.968 19.375 -0.055 -0.014 0.363
Si 5.265 29.948 18.932 0.126 0.004 0.236
Si 8.048 27.57 19.03 -0.022 0.101 0.198
Si 5.567 35.611 19.052 0.077 0.007 0.356
Si 8.053 32.855 18.912 -0.087 -0.092 0.234
Si 5.568 40.962 19.321 -0.127 -0.013 0.219
Si 8.287 38.105 19.213 0.079 -0.063 0.233
Si 5.553 46.246 19.193 -0.026 -0.163 0.344
Si 8.296 43.594 19.211 -0.072 0.036 0.244
Si 5.367 51.916 19.357 -0.003 -0.005 0.224
Si 8.147 49.194 19.415 0.035 -0.222 0.22
Si 5.432 57.562 19.439 -0.075 0.024 0.21
Si 8.177 54.922 19.318 0.154 -0.056 0.307
Si 5.597 62.901 19.347 0.033 -0.051 0.224
Si 7.997 60.115 19.193 -0.123 0.05 0.304
Si 10.977 2.545 19.375 0 0.047 0.12
Si 13.752 -0.004 19.012 0.104 0.07 0.212
Si 10.957 8.271 19.296 -0.02 -0.084 0.349
Si 13.587 5.381 18.976 0.024 0.01 0.11
Si 11.164 13.695 19.02 -0.08 -0.119 0.219
Si 13.782 10.896 19.36 -0.186 0.017 0.18
Si 10.97 19.006 19.163 -0.154 -0.048 0.287
Si 13.962 16.418 19.17 -0.066 -0.062 0.228
Si 10.86 24.718 19.091 0.083 -0.04 0.156
Si 13.478 21.664 19.236 0.214 -0.122 0.258
Si 10.757 30.301 19.238 -0.063 -0.099 0.334
Si 13.399 27.435 19.143 -0.002 -0.162 0.266
Si 10.78 35.389 18.822 0.024 0.062 0.281
Si 13.535 32.928 19.262 -0.001 -0.002 0.378
Si 11.023 40.745 19.458 0.213 -0.141 0.301
Si 13.679 37.969 19.039 -0.25 -0.06 0.33
Si 11.088 46.41 19.44 -0.031 0.067 0.042
Si 13.821 43.423 19.183 -0.066 -0.115 0.237
Si 10.797 52.127 19.489 -0.034 0.001 0.246
Si 13.591 49.077 19.6 0.066 -0.136 0.11
Si 11.09 57.508 19.106 -0.1 0.056 0.375
Si 13.506 54.708 19.432 -0.006 0.055 0.292
Si 10.913 62.865 19.005 -0.039 0.006 0.242
Si 13.649 60.273 19.543 -0.199 -0.128 0.254
Si 1.695 3.961 20.531 0.08 -0.162 0.001
Si 3.866 1.621 20.544 0.132 -0.049 0.155
Si 1.811 9.082 20.514 0.191 -0.086 0.33
Si 4.048 7.002 20.106 0.035 -0.024 0.494
Si 1.684 14.98 20.564 0.156 0.032 0.138
Si 3.825 12.673 20.159 -0.193 -0.333 0.111
Si 1.755 20.385 20.395 0.036 0.117 -0.506
Si 4.072 18.127 20.334 0.021 -0.102 -0.04
Si 0.652 26.408 20.438 -0.008 0.029 0.092
Si 3.745 23.254 20.675 -0.09 -0.159 -0.417
Si 0.905 31.555 20.544 0.098 0.117 -0.171
Si 4.159 28.485 20.483 -0.069 -0.111 0.146
Si 1.725 36.692 20.335 0.001 -0.104 -0.154
Si 3.949 34.43 20.242 -0.03 0.03 -0.14
Si 1.379 42.138 20.329 0.126 -0.081 0.339
Si 3.698 39.968 20.439 -0.293 0.156 -0.065
Si 1.434 47.407 20.793 -0.287 0.174 -0.068
Si 4.598 44.54 20.59 -0.169 0.199 -0.181
Si 1.583 52.875 20.653 0.151 -0.122 0.165
Si 3.788 50.606 20.657 -0.084 0.228 0.279
Si 1.465 58.589 20.823 -0.04 0.062 -0.057
Si 3.795 56.43 20.715 -0.109 -0.147 -0.056
Si 1.167 64.476 20.538 0.024 0.12 -0.022
Si 4.345 61.468 20.718 -0.084 0.068 -0.084
Si 6.267 4.813 20.575 -0.065 0.132 0.11
Si 10.145 0.769 20.846 0.137 -0.091 0.278
Si 7.104 9.575 20.445 -0.164 0.237 0.125
Si 9.203 7.177 20.533 -0.016 0.042 -0.198
Si 6.51 14.806 20.63 0.214 -0.031 -0.112
Si 10.155 12.21 20.505 -0.074 0.186 -0.306
Si 7.155 20.331 20.466 0.007 -0.086 0.079
Si 9.273 17.993 20.517 -0.036 -0.114 0.042
Si 6.412 26.456 20.266 -0.047 0.022 -0.015
Si 10.09 23.336 20.815 -0.175 0.259 -0.567
Si 6.779 31.266 20.069 -0.096 0.09 0.035
Si 9.023 29.211 20.51 -0.047 0.157 -0.128
Si 7.24 36.532 20.626 -0.109 -0.269 -0.511
Si 9.405 34.18 20.293 -0.168 -0.016 -0.158
Si 6.948 42.387 20.754 0.114 0.034 0.085
Si 9.946 38.917 20.723 -0.146 0.333 -0.154
Si 7.046 47.378 20.612 0.078 0.146 -0.084
Si 9.36 45.245 20.476 -0.04 0.135 0.073
Si 6.922 53.319 20.514 -0.082 -0.018 0.075
Si 9.061 51.026 20.692 -0.132 0.174 -0.074
Si 6.519 59.145 20.976 0.062 -0.114 -0.041
Si 9.758 56.329 20.578 0.111 0.112 -0.302
Si 7.32 63.789 20.811 -0.018 0.089 0.195
Si 9.382 61.61 20.253 0.088 -0.202 0.14
Si 12.276 4.145 20.488 -0.067 -0.123 0.135
Si 15.383 1.022 20.398 0.13 0.067 0.295
Si 12.163 9.768 20.805 -0.222 0.008 -0.265
Si 14.944 6.656 20.312 -0.02 0.091 -0.034
Si 12.747 14.797 20.357 0.015 0.177 0.076
Si 14.9 12.587 20.613 0.161 0.058 0.235
Si 12.579 19.723 20.769 -0.168 0.04 -0.262
Si 15.246 18.026 20.463 0.168 0.176 -0.283
Si 11.967 26.125 20.601 0.204 0.156 -0.175
Si 14.985 23.06 20.338 -0.035 0.106 -0.24
Si 11.734 32.009 20.712 -0.101 0.044 -0.442
Si 14.962 28.807 20.175 -0.113 0.024 0.052
Si 12.081 36.599 20.277 -0.022 0.116 -0.489
Si 15.348 34.04 20.434 0.174 -0.151 -0.19
Si 12.902 41.757 20.602 -0.122 0.004 -0.043
Si 15.024 39.45 20.25 0.006 -0.031 0.151
Si 12.239 47.757 21.164 0.118 0.09 -0.174
Si 15.365 44.226 20.78 0.216 0.005 -0.182
Si 11.71 53.894 20.915 -0.022 0.085 -0.287
Si 14.827 50.629 20.881 -0.023 0.031 -0.035
Si 12.524 58.498 20.794 0.365 0.048 -0.325
Si 14.743 56.281 20.7 0.113 -0.035 -0.071
Si 12.311 64.265 20.222 0.035 -0.166 0.376
Si 14.544 62.196 20.758 -0.029 -0.033 0.107
Si -2.678 1.491 25.399 0.115 -0.131 0.326
Si 5.827 4.093 27.296 0.053 0.167 0.024
Si -0.07 4.944 22.572 0.123 0.222 0.346
Si 3.424 8.907 25.361 0.158 -0.066 0.106
Si 5.165 6.409 25.5 0.029 0.097 0.111
Si 1.034 17.196 22.724 0.004 -0.021 0.095
Si 4.791 14.818 23.233 0.225 0.123 0.37
Si 3.635 24.728 25.368 -0.031 0.113 0.152
Si 0.344 26.821 23.341 -0.118 -0.035 0.337
Si 2.111 29.436 22.712 0.026 0.063 0.081
Si 3.163 31.679 24.243 0.072 0.23 0.389
Si 0.327 37.996 22.624 0.179 0.102 0.168
Si -0.464 39.904 24.474 -0.037 0.039 0.383
Si -3.102 43.632 23.036 0.215 -0.195 0.171
Si 3.185 45.968 22.918 0.032 -0.1 0.19
Si -0.045 49.103 23.036 0.076 0.089 0.252
Si -1.152 54.144 27.482 -0.011 -0.096 -0.043
Si -0.47 54.199 22.77 0.181 0.155 0.006
Si 2.834 58.468 25.83 0.11 -0.044 0.175
Si 1.677 60.782 27.415 0.105 0.074 0.125
Si 2.587 62.686 22.81 -0.013 0.247 0.183
Si 4.784 1.414 23.521 -0.112 0.182 0.211
Si 9.181 4.051 24.713 0.002 0.074 0.161
Si 6.285 4.272 23.593 -0.151 0.054 0.491
Si 7.121 10.911 23.377 -0.135 -0.245 0.269
Si 4.451 12.028 22.921 -0.066 -0.028 0.327
Si 8.575 13.451 22.636 -0.123 0.298 0.347
Si 7.09 21.283 25.175 0.116 -0.252 0.245
Si 12.34 15.622 23.194 0.085 -0.221 0.323
Si 5.937 22.195 22.567 -0.158 -0.263 0.377
Si 9.98 27.842 25.693 -0.039 0.049 0.44
Si 5.124 32.795 22.343 0.189 -0.018 0.017
Si 5.244 38.058 22.578 -0.084 -0.052 0.112
Si 3.72 36.275 24.367 -0.204 -0.062 0.418
Si 10.715 40.03 26.425 0.228 0.018 0.073
Si 7.975 41.372 26.551 0.092 -0.066 0.105
Si 10.324 44.562 23.313 -0.085 0.117 0.185
Si 5.02 48.494 22.812 0.198 0.17 0.067
Si 7.061 55.6 25.383 -0.017 -0.174 0.288
Si 12.267 50.135 24.87 -0.049 -0.079 0.328
Si 7.703 59.648 23.828 -0.16 0.242 0.502
Si 1.05 59.978 23.533 0.005 -0.058 0.526
Si 6.778 64.747 23.854 0.06 -0.07 0.279
Si 9.395 0.962 23.979 0.007 0.047 0.4
Si 14.155 2.772 22.662 -0.092 -0.112 0.137
Si 10.707 5.811 22.547 -0.161 -0.141 0.268
Si 13.135 7.728 22.731 0.17 0.006 0.267
Si 15.98 12.221 23.608 -0.137 0.227 0.361
Si 14.817 14.819 24.624 -0.032 -0.133 0.261
Si 10.899 18.302 23.031 -0.127 0.153 0.322
Si 12.474 22.319 24.86 0.012 -0.174 0.47
Si 12.792 23.772 22.257 0.044 0.187 0.334
Si 10.622 27.984 22.614 -0.148 -0.115 0.153
Si 13.13 29.96 22.53 0.275 -0.011 0.004
Si 13.726 35.846 22.448 0.043 -0.151 0.482
Si 10.437 39.685 23.505 0.055 -0.205 0.416
Si 13.335 38.73 23.61 -0.024 0.022 0.607
Si 8.609 42.08 23.601 -0.102 -0.019 0.099
Si 10.002 49.22 22.855 0.065 0.043 0.459
Si 13.882 47.574 24.022 -0.014 0.165 0.455
Si 13.339 52.356 22.809 -0.043 -0.23 0.245
Si 9.671 55.76 26.858 -0.014 -0.07 0.031
Si 10.084 59.107 22.067 0.183 -0.002 0.067
Si 15.412 62.107 23.847 -0.13 0.186 0.38
Si 1.211 2.777 27.035 0.091 0.058 -0.016
Si -0.778 8.886 26.849 0.014 0.023 0.078
Si 1.823 10.522 27.529 0.016 0.066 -0.106
Si 7.465 15.451 24.539 -0.069 0.155 0.288
Si 3.968 17.612 23.276 0.115 -0.025 0.272
Si 2.194 22.586 26.776 -0.123 -0.026 -0.104
Si 1.138 22.593 21.931 0.219 -0.027 0.214
Si -1.797 28.538 24.686 0.15 -0.208 0.202
Si 6.003 32.215 25.066 -0.042 -0.183 0.258
Si 0.402 29.366 26.86 0.029 -0.002 0.072
Si 5.441 34.716 26.61 -0.107 -0.042 0.103
Si 2.774 41.398 26.622 -0.031 0.003 0.079
Si 1.835 44.189 25.238 -0.202 -0.233 0.365
Si 4.245 47.045 27.779 -0.07 0.089 -0.008
Si 1.915 50.712 24.974 0.162 0.194 0.302
Si 5.068 50.42 24.957 0.042 0.244 0.298
Si 0.37 56.374 28.658 0.022 -0.014 -0.23
Si 5.604 57.865 27.188 0.057 0.112 0.028
Si -1.506 64.069 28.287 -0.092 -0.004 -0.141
Si 4.32 62.399 27.655 0.059 -0.112 0.12
Si 4.028 2.132 26.144 -0.114 0.004 0.071
Si 9.009 4.179 27.599 -0.035 0.188 -0.052
Si 6.357 9.061 25.462 -0.053 -0.003 0.201
Si 8.391 10.582 30.432 -0.107 0.127 -0.291
Si 6.173 9.834 28.546 -0.014 0.047 -0.099
Si 12.316 13.324 25.148 0.079 -0.084 0.137
Si 6.755 16.354 27.174 0.11 -0.098 -0.029
Si 11.243 19.949 27.446 0.106 -0.065 -0.038
Si 8.619 25.208 26.989 0.245 -0.12 0.148
Si 7.841 24.666 22.345 0.02 0.13 0.195
Si 7.877 30.144 26.242 -0.024 -0.079 0.017
Si 12.427 35.216 29.161 0.069 -0.041 -0.206
Si 6.333 39.042 27.598 -0.019 0.163 0.065
Si 9.588 42.635 32.117 0.105 -0.137 -0.163
Si 6.854 46.586 26.665 0.001 0.048 -0.037
Si 8.839 47.103 24.542 -0.137 -0.009 0.35
Si 5.181 50.799 28.085 0.123 0.106 -0.126
Si 8.321 54.807 29.524 0.019 -0.049 -0.145
Si 5.553 55.068 22.883 -0.114 -0.147 0.072
Si 10.014 58.498 28.492 -0.054 -0.079 -0.139
Si 7.259 61.349 30.879 -0.005 0.017 -0.476
Si 6.528 61.964 25.443 0.023 -0.03 0.166
Si 11.324 0.051 26.228 0.015 0.071 0.23
Si 15.253 4.139 26.371 -0.127 0.139 -0.089
Si 15.285 6.7 24.751 0.031 -0.058 0.387
Si 13.984 11.118 25.814 -0.192 0.041 0.229
Si 11.45 14.688 27.656 0.055 -0.089 -0.106
Si 15.834 17.437 25.492 -0.268 0.086 0.315
Si 13.992 19.924 25.875 0.027 -0.072 0.152
Si 15.288 20.519 28.537 0.106 -0.012 -0.068
Si 12.67 27.017 26.685 0.017 -0.095 0.285
Si 14.844 23.21 29.62 -0.047 0.054 -0.448
Si 11.418 24.171 27.072 -0.021 0.042 0.083
Si 14.035 30.997 31.038 -0.058 0.058 -0.404
Si 15.383 35.791 24.64 0.249 -0.2 0.607
Si 14.506 38.05 26.252 0.103 -0.131 0.259
Si 15.666 42.916 25.059 0.193 -0.057 0.214
Si 13.167 45.611 26.241 -0.158 -0.148 0.258
Si 16.798 47.833 29.328 -0.031 -0.108 -0.347
Si 11.265 50.572 27.901 -0.002 0.089 0.007
Si 17.174 53.592 25.342 0.057 -0.121 0.255
Si 12.466 55.314 27.474 0.075 -0.136 0.023
Si 15.895 63.117 30.802 -0.333 -0.064 -0.426
Si 15.736 59.328 28.838 0.054 0.024 -0.15
Si 13.76 64.037 25.57 0.019 0.109 0.049
Si -0.77 3.639 29.139 0.027 -0.036 -0.184
Si 1.416 -2.474 25.349 -0.131 0.133 0.269
Si -4.146 12.237 30.782 -0.255 0.07 -0.41
Si 2.054 12.941 29.351 0.288 0.014 -0.405
Si 1.879 10.256 23.282 0.147 -0.02 0.404
Si 3.726 17.681 31.943 -0.168 -0.025 -0.304
Si 3.646 23.282 29.222 -0.104 0.054 -0.217
Si -2.218 26.058 29.288 -0.109 -0.079 -0.287
Si 3.232 19.9 27.219 -0.164 0.064 -0.24
Si 0.846 31.955 28.373 0.005 0.031 -0.011
Si 2.903 27.488 26.942 -0.016 -0.027 0.033
Si 1.595 34.307 24.94 0.011 -0.011 0.234
Si 3.253 34.036 32.598 0.228 0.129 -0.142
Si 2.662 34.218 27.807 0.092 0.011 -0.16
Si 4.364 41.818 31.534 -0.138 0.11 -0.219
Si -1.447 42.29 28 0.162 -0.078 0.011
Si 1.883 45.314 28.167 -0.014 -0.112 -0.053
Si -0.353 52.206 29.811 -0.016 -0.193 -0.373
Si 2.477 49.489 27.715 0.1 -0.073 -0.049
Si 2.641 55.616 26.909 0.039 0.051 -0.038
Si 5.299 53.206 25.024 0.083 -0.185 0.104
Si 0.994 65.535 27.46 -0.108 0.007 -0.068
Si 8.439 5.093 30.239 -0.085 -0.071 -0.423
Si 3.558 9.388 29.826 0.261 -0.011 -0.286
Si 8.114 6.496 32.799 -0.043 0.259 -0.158
Si 4.073 17.13 27.662 -0.033 -0.116 -0.105
Si 4.811 12.021 29.956 -0.006 -0.104 -0.299
Si 6.46 18.216 24.965 0.123 -0.109 0.112
Si 13.617 16.111 29.169 -0.024 -0.094 -0.199
Si 0.24 27.042 31.097 0.089 0.036 -0.321
Si 6.58 25.517 25.017 -0.297 0.119 0.452
Si 1.054 24.172 24.491 0.19 0.048 0.3
Si 5.263 37.499 29.876 0.057 -0.107 -0.273
Si 10.997 30.577 30.269 -0.02 -0.027 -0.243
Si 4.211 39.042 32.007 0.21 -0.106 -0.22
Si 9.181 34.141 32.315 0.134 -0.111 -0.013
Si 6.586 48.398 28.946 -0.007 0.116 -0.199
Si 10.864 47.894 29.225 0.147 0.061 -0.178
Si 4.218 53.426 27.629 0.062 -0.025 -0.045
Si 8.632 44.273 27.649 0.034 0.062 -0.084
Si 2.499 52.845 30.142 -0.256 0.011 -0.389
Si 6.603 63.866 32.258 -0.197 -0.051 -0.484
Si 10.331 1.467 28.72 -0.007 -0.021 -0.083
Si 13.162 7.586 31.698 -0.048 0.047 -0.321
Si 14.748 13.888 30.8 -0.149 -0.113 -0.513
Si 17.234 12.707 32.037 0.078 -0.202 -0.418
Si 9.948 20.668 24.835 -0.017 -0.078 0.256
Si 16.195 17.758 28.443 -0.018 0.001 -0.052
Si 12.666 21.136 29.694 0.09 0.076 -0.357
Si 7.231 26.681 29.015 0.02 0.089 -0.193
Si 11.416 25.342 29.873 -0.005 0.076 -0.202
Si 9.547 34.596 29.234 -0.041 -0.105 -0.327
Si 14.892 33.735 29.663 0.135 -0.053 -0.377
Si 13.702 44.285 30.198 -0.147 -0.022 -0.405
Si 12.565 38.353 28.534 0.118 -0.096 -0.189
Si 10.317 46.382 26.781 0.207 0.061 0.085
Si 12.302 42.466 26.931 0.064 0.175 0.016
Si 9.841 52.367 29.925 0.024 0.286 -0.418
Si 7.879 59.807 26.806 -0.046 0.028 0.122
Si 12.297 53.96 30.238 -0.083 -0.096 -0.239
Si 4.881 65.196 27.869 0.17 0.092 -0.149
Si 13.044 58.076 28.67 -0.079 0.024 -0.112
Si 0.742 5.044 31.479 -0.045 -0.02 -0.173
Si 3.148 3.21 31.374 0.162 -0.049 -0.307
Si -1.076 8.963 29.842 -0.067 0.081 -0.293
Si 1.44 8.105 31.483 0.074 0.049 -0.4
Si 2.062 16.053 29.658 0.048 0.004 -0.322
Si 4.644 19.32 29.555 0.125 0.073 -0.268
Si 5.659 21.386 27.825 -0.004 0.006 -0.046
Si 2.9 26.285 29.816 -0.135 -0.079 -0.24
Si 4.302 23.375 32.175 -0.22 -0.018 -0.065
Si 5.354 26.281 31.534 -0.155 0.061 -0.451
Si 1.232 38.325 31.268 0.038 -0.034 -0.458
Si 2.661 35.876 30.184 -0.008 0.172 -0.26
Si 0.923 40.48 28.925 0.013 0.097 -0.197
Si 4.36 38.948 25.269 -0.278 0.044 0.235
Si 0.843 47.163 32.289 -0.064 0.076 -0.2
Si 2.808 42.641 29.251 -0.011 0.144 -0.088
Si 5.661 56.442 29.96 0.28 0.18 -0.371
Si 4.137 51.829 32.411 -0.034 -0.306 -0.28
Si 0.012 60.135 31.583 -0.049 0.036 -0.314
Si 1.148 55.561 31.326 -0.142 -0.099 -0.214
Si 3.004 66.107 29.948 0.049 -0.127 -0.352
Si 1.73 64.462 32.165 0.034 -0.051 -0.136
Si 5.878 3.589 30.135 -0.095 0.045 -0.238
Si 8.388 2.21 30.938 0.083 0.152 -0.554
Si 6.511 12.234 32.295 0.033 -0.108 -0.374
Si 9.63 13.292 29.875 0.114 -0.058 -0.23
Si 8.417 16.813 32.847 0.134 0.099 -0.03
Si 8.317 15.996 29.979 0.138 -0.197 -0.654
Si 9.703 26.04 32.172 0.028 -0.005 -0.302
Si 8.859 31.74 28.812 0.048 -0.013 -0.142
Si 5.822 27.908 26.649 0.035 -0.036 0.072
Si 7.447 36.526 28.25 -0.006 -0.145 0.126
Si 6.828 43.082 32.613 -0.015 0.123 -0.19
Si 8.621 47.911 31.368 0.111 -0.035 -0.322
Si 14.981 45.145 32.615 -0.119 -0.078 -0.024
Si 4.558 55.044 32.419 -0.007 0.428 -0.632
Si 5.568 58.988 31.461 -0.049 0.123 -0.396
Si 9.624 57.099 31.243 -0.07 -0.126 -0.381
Si 6.5 63.523 29.348 -0.071 -0.124 -0.525
Si 9.74 61.289 32.554 -0.16 -0.091 -0.25
Si 12.715 4.449 32.271 0.084 -0.05 -0.219
Si 13.072 2.191 30.165 0.104 -0.184 -0.297
Si 11.074 9.634 31.822 -0.11 0.136 -0.405
Si 14.266 11.843 28.804 -0.088 -0.131 -0.275
Si 10.929 17.192 28.742 0.064 0.075 -0.293
Si 12.783 20.604 32.533 -0.25 0.161 -0.077
Si 9.663 27.734 29.798 0.041 0.059 -0.242
Si 14.982 22.898 32.536 -0.018 0.288 -0.1
Si 8.611 31.268 31.672 0.111 -0.156 -0.443
Si 16.493 29.585 29.773 0.139 -0.023 -0.123
Si 12.922 38.726 31.679 -0.211 0.009 -0.184
Si 13.991 35.761 31.542 -0.031 -0.191 -0.37
Si 10.774 43.32 29.521 0.155 0.1 -0.201
Si 9.487 50.548 32.358 0.123 0.175 -0.024
Si 13.923 46.994 28.936 -0.165 0.08 -0.173
Si 14.609 51.29 32.273 0.027 -0.134 -0.3
Si 13.658 51.108 29.713 -0.12 -0.136 -0.325
Si 12.791 56.628 31.476 -0.067 -0.055 -0.249
Si 18.882 58.437 31.731 0.041 0.034 -0.246
Si 11.69 63.616 32.418 0.173 0.137 -0.154
Si 13.522 64.947 30.631 0.103 0.151 -0.405
O -1.223 1.421 -0.588 -0.097 -0.24 0.542
O 0.707 -0.299 -1.268 0.101 -0.179 -0.004
O 2.707 2.784 -1.484 -0.165 0.031 0.169
O 2.181 4.456 -3.358 0.111 -0.097 0.184
O -1.218 6.637 -0.273 -0.293 0.226 0.411
O 0.418 4.792 -1.296 -0.16 -0.163 0.515
O 1.801 8.365 -1.289 0.285 0.032 0.554
O 0.256 9.036 -3.552 0.082 -0.015 0.111
O 1.425 12.127 -3.735 -0.355 0.05 0.303
O -1.881 12.626 -0.287 0.034 0.089 -0.063
O 3.87 16.047 -10.637 -0.228 0.036 -0.22
O 1.582 14.49 -4.763 -0.352 0.144 0.045
O 0.898 15.446 -0.359 0.308 -0.37 0.239
O -1.212 17.437 -0.482 -0.257 0.245 0.644
O 3.237 19.905 -5.479 -0.056 0.082 0.009
O 2.73 18.347 -1.313 -0.183 0.194 0.262
O -0.074 22.534 -1.022 0.005 0.174 0.016
O 1.363 20.417 -0.506 0.119 0.17 0.654
O 1.513 25.719 -0.377 -0.085 0.049 0.041
O 3.104 23.794 -1.162 0.091 -0.061 0.085
O 0.763 28.577 -3.519 -0.073 -0.085 0.256
O -0.204 26.991 -1.694 -0.067 0.063 0.654
O 3.918 28.943 -0.539 0.225 0.052 0.276
O 1.871 30.988 -0.575 -0.349 0.766 0.231
O 1.496 36.846 -0.337 -0.21 0.007 0.459
O 1.761 33.364 -1.549 -0.403 -0.09 0.013
O 1.962 35.123 -5.417 -0.019 -0.092 0.278
O 3.545 35.268 -0.732 -0.152 0.126 0.099
O 0.139 38.501 -1.868 0.003 -0.231 0.513
O -2.477 37.403 -2.685 0.356 0.297 -0.124
O 2.62 38.76 -2.359 0.117 0.104 0.091
O 3.414 41.793 -1.501 -0.002 -0.066 0.03
O 1.269 42.791 -0.495 0.04 -0.111 0.569
O -1.012 44.388 -0.385 0.034 -0.013 -0.247
O 3.934 45.358 -0.181 0.303 0.072 0.275
O 2.33 46.738 -1.556 -0.064 0.223 0.054
O 0.343 48.141 -0.869 -0.189 0.2 -0.063
O -1.029 50.395 -0.981 0.104 -0.318 0.396
O 2.853 51.439 -1.032 0.174 -0.132 0.097
O 1.353 53.372 -0.304 0.023 -0.024 0.085
O 3.405 55.815 -1.027 -0.104 -0.004 0.082
O 0.349 55.388 -1.61 -0.325 -0.288 0.535
O 1.543 59.676 -3.153 0.187 -0.003 -0.061
O 2.425 58.33 -0.996 0.103 -0.056 0.114
O -0.259 59.547 -1.294 0.137 0.064 0.448
O -1.552 61.481 -0.155 0.082 -0.058 0.045
O 2.815 65.38 -2.972 -0.031 0.06 0.428
O 2.437 63.312 -1.287 0.176 0.175 0.148
O 4.235 1.112 -0.325 0.008 0.086 0.283
O 5.441 -0.975 -1.288 -0.158 -0.104 0.384
O 8.171 1.94 -1.828 -0.014 0.241 0.827
O 6.875 2.293 -4.078 0.188 -0.106 0.312
O 6.648 5.748 -1.263 -0.163 -0.253 -0.094
O 4.2 6.964 -0.656 -0.305 -0.015 0.421
O 6.661 9.692 -0.021 -0.103 -0.207 0.402
O 8.856 11.895 -4.81 0 0.003 0.055
O 3.689 13.022 -4.998 0.017 0.261 -0.109
O 5.342 11.635 -1.086 -0.34 0.082 0.238
O 7.399 13.339 -1.251 0.064 0.285 0.102
O 9.49 12.096 -0.353 0.102 -0.022 0.283
O 7.275 16.04 -0.59 -0.173 -0.166 -0.026
O 4.904 16.907 -1.58 0.438 -0.234 0.041
O 7.798 16.721 -3.029 -0.098 0.318 0.484
O 8.505 18.396 -1.075 0.228 -0.223 -0.114
O 6.919 20.48 -0.6 -0.325 0.125 0.445
O 5.199 22.21 -1.485 -0.131 0.064 -0.062
O 8.562 25.207 -1.366 -0.253 -0.35 0.362
O 8.285 27.965 -5.426 0.122 0.113 0.3
O 5.686 27.132 -1.48 -0.139 0.223 0.181
O 3.965 26.88 -3.462 -0.01 0.182 0.212
O 8.06 30.129 -1.666 -0.226 -0.182 0.271
O 8.381 31.106 -6.931 -0.157 -0.097 0.207
O 6.403 31.515 -0.337 0.196 -0.141 0.234
O 4.498 33.009 -1.403 0.031 -0.164 -0.046
O 6.653 37.134 -0.511 0.029 0.125 0.476
O 8.297 35.324 -1.385 -0.037 0.053 0.012
O 4.763 39.221 -0.829 -0.136 -0.116 0.19
O 5.174 37.85 -2.908 -0.19 -0.082 0.087
O 7.221 42.454 -0.279 -0.156 -0.03 0.097
O 9.258 41.237 -1.398 -0.053 0.027 0.364
O 5.948 42.018 -2.57 0.094 -0.161 0.17
O 5.886 44.349 -1.398 0.055 -0.009 0.003
O 8.46 49.305 -2.158 -0.321 0.14 0.25
O 8.379 46.8 -1.793 -0.34 -0.053 0.289
O 6.458 48.26 -0.61 0.279 -0.215 -0.127
O 5.235 50.668 -1.471 0.179 -0.021 0.165
O 7.076 53.342 -0.273 -0.396 0.135 0.325
O 8.851 51.691 -1.051 0.142 -0.169 0.261
O 4.594 55.541 -3.519 -0.262 -0.321 0.624
O 5.929 55.451 -1.169 -0.151 0.067 0.078
O 9.113 55.654 -3.697 0.025 -0.018 0.255
O 8.785 57.501 -1.749 -0.229 0.095 0.504
O 5.819 59.409 -1.334 0.077 -0.055 0.367
O 4.055 61.357 -0.547 0.054 0.014 0.254
O 7.93 64.002 -1.142 0.305 -0.208 0.703
O 9.014 61.657 -0.392 0.115 0.068 0.092
O 9.937 1.293 -0.15 -0.255 0.201 -0.059
O 11.255 -0.743 -1.041 -0.209 0.106 0.134
O 13.729 3.643 -1.092 -0.025 -0.14 -0.11
O 12.539 3.499 -3.396 0.007 0.392 0.032
O 11.292 4.588 -1.318 -0.077 0.101 0.131
O 9.27 6.049 -0.498 0.125 0.118 0.202
O 12.196 10.752 -2.945 0.367 -0.094 0.211
O 13.608 8.346 -1.294 0.159 0.379 0.403
O 10.878 9.864 -0.935 0.145 -0.088 0.132
O 10.811 12.972 -3.389 0.207 -0.096 0.17
O 15.125 13.094 -4.953 -0.015 0.269 0.283
O 13.434 13.146 -2.898 0.2 -0.099 0.322
O 9.949 16.194 -1.298 -0.138 -0.061 0.056
O 12.265 14.727 -0.484 0.17 -0.108 0.514
O 13.302 19.126 -1.374 -0.149 -0.14 0.188
O 9.783 23.097 -0.47 -0.244 0.163 0.422
O 11.697 21.193 -0.782 0.154 -0.331 -0.118
O 14.107 24.026 -1.067 0.118 0.056 0.076
O 12.483 25.846 -0.299 -0.234 0.053 0.326
O 10.529 27.094 -1.249 -0.061 -0.025 0.133
O 9.041 27.116 -3.199 -0.362 0.029 0.243
O 14.123 30.549 -1.758 -0.073 -0.295 0.448
O 12.575 30.709 -3.95 -0.103 -0.145 -0.071
O 12.26 31.824 -0.565 0.017 -0.275 0.372
O 14.139 35.118 -1.325 -0.184 -0.087 0.277
O 12.3 36.699 -0.281 0.034 -0.095 0.161
O 15.198 35.072 -3.746 -0.133 0.152 0.268
O 11.493 38.48 -1.86 -0.319 -0.052 0.478
O 8.627 33.349 -5.628 -0.17 0.128 -0.07
O 12.364 42.177 -0.611 0.331 -0.004 -0.074
O 15.843 41.119 -5.66 -0.202 -0.257 0.18
O 10.442 43.721 -1.344 -0.211 0.023 -0.014
O 12.07 44.199 -4.33 -0.107 0.196 0.179
O 12.27 48.031 -0.414 -0.004 0.056 0.511
O 13.923 46.323 -1.347 0.215 0.155 -0.071
O 10.865 50.007 -1.321 0.006 0.106 0.042
O 10.427 51.885 -5.919 -0.158 0.031 0.124
O 13.555 52.248 -1.338 -0.167 0.085 -0.131
O 13.728 50.401 -3.167 -0.093 -0.066 0.093
O 11.865 53.698 -0.25 0.383 -0.084 0.517
O 9.894 55.65 -0.349 0.087 0.008 0.25
O 12.976 55.002 -3.081 -0.017 -0.026 0.075
O 13.624 56.961 -1.51 0.088 -0.191 0.469
O 12.564 58.89 -0.179 -0.35 0.263 0.235
O 10.791 60.124 -1.413 0.04 0.16 -0.011
O 12.921 62.874 -1.177 0.078 -0.103 -0.01
O 10.481 62.623 -2.334 0.048 -0.115 0.009
O 2.766 2.775 20.914 0.19 0.212 -0.125
O 1.41 4.472 22.105 -0.164 -0.006 -0.158
O 5.301 3.138 26.099 0.135 -0.161 -0.263
O 4.288 1.009 22.032 -0.233 -0.29 -0.449
O 4.881 9.47 24.885 -0.041 -0.006 -0.007
O 0.399 10.032 26.896 0.072 -0.097 -0.214
O 5.07 5.954 20.93 0.263 -0.146 -0.421
O 3.763 7.303 25.668 0.034 0.034 0.153
O 1.357 15.718 22.05 0.092 -0.141 -0.407
O 6.099 14.649 24.189 -0.28 -0.128 -0.203
O 2.2 8.987 24.278 -0.106 0.092 -0.338
O 4.841 12.121 21.345 -0.006 0.308 -0.278
O 2.807 19.145 20.541 -0.145 -0.113 -0.064
O 1.735 21.052 21.944 -0.271 0.143 0.058
O 11.801 14.18 23.838 0.068 0.193 -0.02
O 4.715 17.857 21.846 0.129 0.189 -0.404
O 0.338 25.655 24.543 -0.138 0.247 -0.047
O 0.628 25.89 22.024 0.206 -0.124 -0.208
O 4.442 22.516 21.996 0.017 0.056 0
O 2.242 23.669 21.314 0.017 0.192 0.013
O 1.205 30.468 21.786 0.104 0.051 -0.001
O -0.095 32.803 21.099 0.083 0.198 -0.511
O 3.47 29.115 21.85 -0.127 0.14 0.018
O 5.355 27.475 21.088 -0.184 -0.063 -0.732
O 2.702 35.41 20.658 0.202 0.251 0.062
O 1.566 37.284 21.882 -0.054 -0.025 -0.169
O 4.786 34.214 21.66 -0.169 -0.048 -0.173
O 3.699 32.126 22.771 -0.104 0.139 -0.385
O -2.179 43.096 24.314 -0.448 -0.02 -0.159
O 0.194 43.094 21.17 -0.026 0.017 -0.43
O 2.513 41.046 21.081 0.196 -0.224 -0.522
O 4.369 38.959 21.55 -0.2 0.105 0.165
O 0.755 48.568 21.738 -0.099 -0.112 -0.385
O 1.953 46.261 21.884 0.039 0.18 -0.439
O 5.737 43.447 21.079 -0.186 0.292 -0.187
O 4.243 45.072 22.099 0.224 -0.11 0.084
O 0.704 53.486 21.896 0.078 0.042 -0.038
O 0.229 54.598 24.186 0.063 0.163 -0.288
O 4.43 49.737 21.915 -0.047 -0.087 0.017
O 2.693 51.749 21.281 0.051 0.139 -0.507
O 2.127 59.272 27.048 0.046 -0.097 0.021
O 0.706 59.019 22.251 0.07 -0.165 -0.303
O 4.531 56.072 22.149 -0.046 0.084 -0.018
O 2.626 57.484 21.258 0.067 0.089 -0.5
O 1.795 63.769 21.885 0.137 -0.245 -0.123
O 0.119 65.642 21.098 -0.232 -0.066 -0.693
O 1.805 61.264 22.883 0.051 0.166 0.011
O 4.016 62.363 22.1 0.144 -0.345 -0.156
O 7.609 4.415 24.534 -0.036 0.232 -0.054
O 6.84 4.599 22.1 0.044 -0.098 -0.208
O 9.714 1.203 22.397 -0.044 0.235 -0.545
O 9.298 2.43 24.683 -0.11 -0.049 -0.15
O 5.771 11.717 23.794 -0.155 0.268 -0.146
O 6.811 10.192 21.952 -0.023 -0.338 -0.265
O 7.984 8.245 20.774 0.096 -0.038 -0.239
O 9.522 6.836 22.13 -0.034 -0.155 -0.245
O 5.303 15.188 21.709 0.203 -0.057 -0.269
O 7.44 13.754 21.499 0.128 0.054 -0.158
O 9.94 13.252 21.79 -0.039 -0.067 -0.069
O 11.076 10.985 21.122 -0.088 0.111 -0.007
O 6.448 20.808 21.889 0.099 0.174 -0.228
O 8.175 19.142 20.999 0.19 -0.065 -0.421
O 12.033 15.614 21.602 0.026 -0.104 -0.063
O 9.913 17.543 21.975 0.076 -0.001 -0.379
O 7.489 25.886 21.359 0.099 -0.079 0.182
O 11.595 22.928 21.478 -0.359 -0.33 -0.044
O 9.361 24.142 22.073 -0.118 -0.288 0.059
O 7.89 30.363 20.866 0.022 -0.32 -0.502
O 5.844 31.854 21.266 -0.299 -0.079 -0.025
O 10.373 27.473 24.148 0.022 -0.01 -0.385
O 9.366 28.872 22.104 -0.164 0.044 0.067
O 6.623 37.505 21.853 0.218 -0.176 0.246
O 5.319 39.018 23.927 0.312 0.13 -0.184
O 8.359 35.311 21.091 0.103 -0.055 -0.37
O 10.475 33.108 21.089 0.445 -0.053 -0.175
O 7.66 42.033 22.255 -0.284 -0.216 -0.437
O 7.806 41.5 24.92 -0.232 0.119 -0.341
O 10.344 39.166 25.069 -0.159 -0.104 -0.333
O 9.505 38.974 22.358 0.043 -0.095 -0.61
O 8.195 46.269 21.128 0.278 -0.014 -0.178
O 6.219 47.784 21.979 0.092 -0.083 -0.072
O 10.165 44.476 21.7 0.13 -0.291 0.007
O 11.933 44.35 23.643 0.074 0.188 -0.143
O 6.313 54.126 21.811 0.042 0.247 -0.215
O 7.962 52.199 21.125 0.128 -0.334 -0.304
O 10.979 49.612 24.067 -0.143 0.027 -0.048
O 9.423 50.584 22.235 0.194 0.032 0.042
O 5.31 60.236 21.232 0.142 -0.058 -0.049
O 6.959 58.85 22.597 0.032 -0.322 -0.82
O 9.365 57.679 21.553 -0.364 -0.262 0.067
O 8.688 55.661 25.556 0.048 0.085 -0.292
O 6.764 64.265 22.298 -0.125 -0.222 -0.522
O 5.5 65.713 24.127 -0.168 -0.165 -0.172
O 8.5 62.656 21.232 -0.074 0.197 -0.421
O 10.204 60.394 21.045 -0.073 0.096 0.126
O 13.106 3.698 21.845 0.106 0.026 -0.031
O 11.088 5.118 21.116 -0.052 -0.127 -0.272
O 13.398 2.118 23.941 -0.245 0.405 -0.385
O 14.608 1.524 21.753 -0.124 0.053 -0.123
O 12.498 9.202 22.369 -0.216 -0.017 -0.4
O 15.73 5.506 21.172 0.145 -0.207 -0.237
O 13.936 7.45 21.341 0.247 0.137 -0.349
O 13.7 13.642 21.108 0.028 -0.154 -0.561
O 15.983 13.82 24.037 0.229 -0.036 -0.34
O 14.952 11.391 24.55 -0.086 0.055 -0.114
O 15.595 12.065 22.034 -0.256 -0.144 -0.486
O 13.672 21.186 24.877 0.057 0.032 -0.074
O 11.807 19.423 22.23 0.304 0.498 -0.135
O 16.351 17.84 21.69 -0.281 -0.03 -0.001
O 13.992 18.91 21.082 -0.216 0.221 -0.174
O 10.724 26.856 21.427 0.165 -0.214 -0.257
O 12.73 25.355 21.862 -0.198 -0.061 -0.087
O 14.28 23.313 21.807 -0.184 -0.238 -0.235
O 16.381 22.322 20.815 0.043 -0.139 0.027
O 12.41 31.388 22.127 -0.311 0.257 -0.122
O 16.137 27.777 20.71 0.311 -0.205 -0.294
O 14.28 29.661 21.414 0.018 0.166 -0.305
O 11.117 37.78 20.86 0.014 0.099 -0.092
O 12.409 35.525 21.538 -0.286 -0.046 -0.095
O 14.96 35.155 21.613 -0.056 0.03 0.103
O 9.984 41.234 23.407 0.307 0.214 -0.323
O 14.045 40.593 20.953 -0.348 0.1 -0.335
O 13.953 35.292 23.986 -0.199 -0.063 -0.248
O 15.829 38.558 21.391 -0.14 0.105 -0.181
O 10.824 48.473 21.652 0.054 0.077 -0.216
O 13.066 47.401 22.597 -0.487 0.122 -0.694
O 13.917 46.14 24.872 0.201 -0.019 -0.213
O 14.352 44.526 22.107 0.335 0.353 -0.073
O 10.682 55.162 21.334 -0.022 -0.309 -0.362
O 12.125 53.387 22.443 0.15 0.226 -0.059
O 15.423 50.274 22.402 -0.166 0.287 -0.085
O 13.523 51.559 21.373 0.187 -0.046 -0.033
O 11.692 58.759 22.225 -0.156 -0.122 -0.099
O 9.277 59.738 23.341 0.101 -0.233 -0.22
O 13.684 57.415 21.301 0.148 0.183 -0.158
O 15.413 55.548 22.029 0.152 -0.128 -0.036
O 11.335 65.238 21.173 -0.407 0.196 -0.551
O 13.305 63.272 21.138 0.093 -0.365 -0.22
O 15.242 61.958 22.237 0.115 -0.229 -0.278
O 16.52 63.205 24.366 -0.066 0.037 -0.274
O 0.462 3.896 26.095 0.115 -0.041 -0.07
O -2.062 -0.054 25.229 0.154 -0.117 -0.242
O 2.832 2.921 26.935 0.025 0.068 0.153
O 5.741 2.736 23.438 0.119 -0.106 0.029
O 2.989 7.963 21.028 -0.263 0.167 -0.715
O -0.974 3.69 23.113 -0.059 0.064 0.193
O 0.997 11.483 23.892 -0.038 0.028 -0.168
O -2.188 9.542 26.271 -0.167 -0.044 -0.231
O 1.183 9.694 21.927 -0.229 -0.25 -0.219
O 3.333 10.885 23 0.266 0.153 -0.306
O 2.413 18.048 23.033 -0.269 0.119 0.081
O 0.355 17.246 24.194 0.023 -0.263 -0.397
O 6.028 22.075 24.208 -0.2 0.122 -0.426
O 4.9 18.301 24.443 -0.09 -0.087 -0.289
O 0.536 23.123 23.353 -0.012 -0.083 -0.25
O 2.617 24.518 24.122 0.002 0.09 -0.348
O -1.073 27.61 23.544 -0.063 0.143 -0.14
O -2.795 27.528 25.476 0.087 0.112 -0.422
O 1.458 28.031 23.241 0.291 0.265 -0.17
O 2.472 30.223 24.107 -0.21 -0.289 -0.216
O 2.032 32.757 24.729 0.175 -0.345 -0.047
O 2.431 35.342 24 0.231 0.274 -0.136
O -2.833 37.482 22.59 0.091 0.122 -0.232
O 0.756 39.246 23.606 -0.086 -0.212 -0.099
O 3.635 40.364 25.686 -0.108 -0.124 -0.15
O 0.354 44.011 24.551 -0.137 0.052 -0.008
O -0.123 41.448 24.741 0.084 -0.204 -0.179
O 3.871 47.414 23.262 -0.19 0.063 0.096
O 2.743 45.066 24.212 0.17 0.177 -0.333
O -0.959 47.937 23.715 -0.076 -0.303 -0.183
O 0.993 49.682 24.134 -0.241 -0.12 -0.286
O 3.478 50.513 24.58 -0.089 0.142 -0.27
O 4.124 52.808 26.106 -0.117 0.205 -0.177
O -0.479 53.211 26.331 -0.144 0.106 -0.128
O -0.726 53.527 28.931 -0.092 0.084 0.336
O 2.147 59.143 24.488 -0.293 0.17 -0.115
O 2.548 56.859 25.857 -0.088 -0.096 -0.252
O 1.361 61.712 26.118 0.089 -0.06 -0.317
O -0.91 62.878 29.23 0.211 -0.142 0.255
O 2.72 63.264 24.352 -0.026 -0.254 -0.375
O -0.356 60.589 24.225 0.184 -0.115 -0.011
O 3.592 1.772 24.608 0.183 0.066 -0.172
O 4.615 0.805 26.879 -0.17 0.087 0.018
O 7.423 3.872 27.42 -0.005 -0.253 0.184
O 9.629 4.659 26.173 -0.092 0.169 -0.155
O 5.194 5.358 24.225 -0.108 -0.259 -0.142
O 7.469 9.807 24.54 0.045 0.167 -0.232
O 8.311 12.015 23.372 0.041 0.022 -0.012
O 6.447 7.434 25.352 0.068 0.011 0.064
O 6.557 9.522 27.01 0.165 -0.101 0.022
O 11.331 13.791 26.331 -0.246 -0.179 -0.111
O 8.666 14.697 23.724 0.257 -0.288 -0.403
O 5.134 16.042 27.023 -0.081 0.139 0.128
O 2.707 13.697 20.899 0.219 -0.104 -0.225
O 7.022 19.702 24.818 0.212 0.006 -0.165
O 11.717 17.048 23.761 0.084 0.267 0.111
O 7.244 24.715 26.271 -0.264 -0.137 -0.267
O 6.855 23.422 22.041 0.12 0.081 -0.256
O 11.338 27.998 26.624 -0.216 -0.049 0.07
O 9.118 29.238 25.692 -0.036 -0.101 -0.16
O 6.095 32.982 23.631 -0.198 0.076 -0.246
O 6.189 33.314 26.243 0.043 -0.145 0.029
O 11.476 39.155 27.59 -0.002 -0.173 0.086
O 4.734 35.401 25.314 0.087 0.077 -0.346
O 4.473 36.686 22.995 0.061 -0.229 -0.376
O 3.287 37.705 25.086 -0.049 0.036 -0.182
O 4.283 34.397 27.727 -0.081 -0.201 0.195
O 9.296 40.548 27.021 -0.122 -0.166 0.243
O 6.717 40.577 27.229 0.039 0.164 -0.137
O 8.023 42.856 27.189 0.067 -0.042 0.128
O 9.547 47.55 25.955 -0.141 0.095 -0.132
O 9.845 46.02 23.859 0.206 -0.072 -0.179
O 5.66 49.127 24.184 0.003 -0.056 -0.337
O 6.309 50.022 28.987 0.126 0.095 0.084
O 4.161 55.055 27.294 0.102 -0.197 -0.114
O 11.676 50.633 26.324 -0.101 -0.164 -0.206
O 6.506 54.074 25.731 -0.091 -0.044 0.048
O 6.638 55.869 23.822 0.09 0.108 -0.224
O 7.918 59.024 25.346 0.006 -0.12 -0.218
O 9.822 57.271 27.433 0.231 -0.074 0.051
O 6.629 59.082 27.58 0.1 -0.157 0.28
O 4.456 58.518 26.189 -0.109 -0.108 -0.219
O 6.737 63.5 24.932 -0.143 0.126 -0.181
O 5.111 61.817 26.312 -0.138 -0.039 0.007
O 8.052 0.076 24.14 -0.088 0.063 -0.032
O 10.489 0.114 24.835 0.079 -0.189 -0.355
O 14.596 2.648 26.167 0.088 -0.244 -0.038
O 12.358 1.324 26.261 0.155 -0.025 -0.154
O 10.176 4.715 23.617 0.198 0.054 -0.165
O 11.995 6.628 23.114 -0.075 0.133 0.148
O 14.174 7.625 23.992 -0.028 0.21 -0.094
O 16.394 6.133 23.69 0.23 0.086 -0.109
O 12.498 11.671 25.274 -0.066 -0.068 0.113
O 15.268 15.922 25.726 -0.12 -0.119 -0.084
O 13.809 13.874 25.463 -0.065 -0.144 -0.109
O 13.974 15.606 23.455 -0.127 -0.079 -0.13
O 12.582 19.504 26.604 -0.072 0.042 -0.058
O 15.081 20.507 26.929 0.21 0.113 0.041
O 11.149 21.595 24.276 0.081 -0.18 -0.461
O 12.18 22.897 26.379 0.038 -0.156 0.031
O 12.783 23.569 23.881 0.183 0.021 -0.556
O 13.6 26.976 28.05 0.209 0.229 0.149
O 9.072 26.644 26.338 0.082 0.216 -0.241
O 12.132 25.494 26.434 0.078 0.128 -0.29
O 12.018 28.79 22.507 -0.012 -0.032 -0.001
O 13.85 29.826 24.002 -0.024 0.272 -0.086
O 13.261 38.201 25.179 -0.077 0.216 -0.317
O 16.025 36.92 23.64 -0.159 0.128 -0.431
O 12.008 39.509 23.12 0.052 0.247 -0.068
O 8.282 32.773 32.21 -0.163 0.104 0.107
O 15.7 39.113 25.891 -0.057 0.177 -0.109
O 12.698 42.441 22.104 0.006 -0.304 -0.064
O 9.211 43.554 23.959 -0.235 0.105 -0.118
O 11.566 41.388 25.932 -0.027 -0.012 -0.181
O 13.285 48.836 24.934 0.173 -0.289 -0.128
O 12.495 47.727 29.255 -0.128 0.262 0.186
O 14.28 43.978 31.687 0.049 -0.068 0.277
O 10.458 49.232 28.364 -0.215 -0.14 0.2
O 12.964 51.394 24.088 0.19 0.312 -0.174
O 14.715 53.172 23.099 -0.139 -0.148 0.064
O 8.977 54.886 28.036 -0.069 -0.111 0.042
O 11.174 55.216 26.463 -0.1 -0.067 0.12
O 18.281 54.384 26.208 0.174 -0.03 0.015
O 14.22 59.142 28.227 -0.174 0.094 0.09
O 16.702 60.554 28.284 -0.007 -0.093 0.142
O 14.019 62.832 24.447 0.104 -0.028 -0.216
O 0.918 1.247 26.54 -0.158 -0.158 0.061
O 0.606 2.941 28.557 -0.045 0.149 0.053
O -0.392 7.646 25.862 -0.097 -0.276 -0.312
O 5.372 5.609 26.914 -0.001 -0.025 -0.013
O 2.061 13.424 32.855 0 0.278 0.124
O 2.998 10.024 26.497 0.109 -0.115 -0.143
O 7.644 15.386 26.177 -0.174 0.094 -0.14
O 3.311 18.313 26.762 -0.198 -0.051 -0.01
O 4.645 20.608 26.793 0.127 -0.212 -0.021
O 6.916 21.648 26.789 -0.176 0.139 0.076
O 5.019 22.759 28.467 -0.034 0.033 0.144
O 2.301 22.779 28.406 -0.038 0.153 -0.022
O -0.645 22.04 28.917 -0.124 0.094 0.152
O 3.562 23.322 26.212 0.065 -0.105 0.013
O -0.727 29.158 25.73 -0.112 -0.02 -0.148
O 0.582 31.003 27.043 -0.127 0.145 -0.079
O 3.078 26.005 26.247 0.012 -0.05 -0.039
O 4.477 31.592 25.228 -0.009 -0.118 -0.18
O 2.283 32.666 28.11 0.183 -0.237 -0.061
O 7.197 31.101 25.103 0.087 0.012 -0.062
O -0.312 33.09 28.723 -0.251 -0.026 -0.072
O 12.588 35.317 30.794 -0.064 0.036 0.194
O 7.641 38.057 27.698 -0.095 0.066 -0.24
O 2.364 42.669 25.641 0.141 -0.063 -0.214
O 3.568 42.125 27.879 0.047 -0.001 0.099
O 1.659 45.097 26.579 -0.225 0.251 -0.249
O 0.778 46.359 28.723 -0.127 -0.074 -0.024
O 3.221 48.146 27.127 -0.189 0.069 -0.183
O 5.121 47.663 29.015 -0.112 0.017 0.232
O 1.393 52.23 24.717 -0.004 0.206 -0.038
O 1.777 50.379 26.557 0.108 -0.059 0.083
O 5.399 52.439 28.264 0.014 -0.14 -0.074
O 5.392 50.267 26.549 0.197 0.033 0.023
O -0.57 55.671 27.521 -0.071 0.258 0.014
O 1.933 56.063 28.302 0.096 -0.055 0.265
O 5.08 57.249 28.634 -0.006 0.133 0.135
O 1.985 65.724 28.73 -0.047 -0.163 0.019
O -0.462 65.286 28.108 -0.099 0.232 -0.01
O 2.994 61.529 28.084 -0.041 -0.052 -0.088
O 3.976 63.96 27.289 -0.154 0.131 -0.211
O 5.125 3.595 28.683 -0.062 0.043 0.248
O 9.066 3.702 30.823 0.181 -0.078 0.252
O 9.752 2.8 27.995 0.178 -0.163 -0.015
O 9.137 5.337 28.767 -0.163 -0.089 0.274
O 4.894 8.881 28.995 -0.073 -0.166 0.14
O 8.025 8.092 33.093 0.28 0.06 -0.028
O 7.486 11.057 31.701 -0.232 0.183 0.386
O 10.402 13.924 28.612 0.068 0.168 0.2
O 5.718 11.411 28.723 0.157 0.048 -0.014
O 2.278 9.761 28.886 0.104 -0.079 0.068
O 14.356 15.439 30.458 0.133 -0.292 0.335
O 10.935 16.227 27.407 -0.14 0.127 0.139
O 7.266 17.04 24.119 0.103 0.098 -0.292
O 6.788 17.883 26.552 0.185 0.071 0.105
O 10.08 20.443 26.446 -0.013 -0.1 -0.024
O 8.614 21.6 24.663 -0.02 -0.061 -0.264
O 3.55 24.908 29.222 -0.02 0.162 -0.058
O 6.551 26.426 30.451 0.134 -0.266 0.352
O 0.981 23.368 25.958 0.03 0.155 -0.201
O 9.811 24.126 26.745 -0.013 -0.06 -0.254
O 8.159 25.388 28.56 -0.119 -0.005 -0.025
O 7.636 25.284 23.826 0.194 -0.275 -0.252
O 4.257 28.315 26.576 0.106 -0.062 -0.256
O 6.629 35.665 27.151 0.169 0.195 -0.24
O 11.077 34.435 28.711 -0.03 0.176 0.038
O 5.338 38.47 26.462 -0.065 -0.076 0.092
O 9.603 34.675 30.849 -0.028 0.238 0.314
O 11.273 42.547 28.189 -0.18 0.02 -0.034
O 9.409 44.13 29.092 0.118 0.07 0.332
O 7.384 46.557 25.1 0.031 0.064 -0.05
O 7.405 45.35 27.604 -0.2 0.132 0.022
O 10.259 46.65 28.375 -0.184 -0.019 0.129
O 9.721 51.039 30.826 -0.054 -0.436 0.338
O 5.223 46.471 26.603 0.077 -0.005 -0.106
O 5.839 51.779 24.443 -0.218 -0.081 -0.212
O 8.424 53.194 29.843 0.153 -0.142 -0.051
O 6.794 55.374 29.45 -0.037 0.007 -0.152
O 4.636 54.106 23.848 0.003 0.213 -0.061
O 9.193 59.721 27.778 -0.07 0.058 -0.188
O 6.396 56.689 26.387 0.067 -0.118 0.133
O 6.457 62.234 32.03 0.041 0.146 0.325
O 7.633 62.342 29.597 -0.118 0.046 0.091
O 5.183 62.54 29.055 -0.063 -0.093 -0.005
O 6.603 64.44 30.717 0.045 0.148 0.286
O 10.409 0.235 27.602 0.145 0.097 -0.059
O 12.198 -1.346 26.052 0.027 -0.033 0.025
O 14.643 5.359 25.474 -0.073 -0.072 -0.255
O 15.067 4.606 27.938 0.198 -0.112 -0.112
O 15.559 8.276 28.364 0.199 -0.006 0.158
O 11.643 8.147 31.429 -0.022 -0.28 -0.033
O 16.037 13.805 31.773 0.08 0.067 0.229
O 14.392 11.893 27.198 0.001 0.129 -0.003
O 9.708 9.802 30.952 0.033 -0.182 0.113
O 12.336 17.047 29.57 -0.121 0.23 0.263
O 19.317 16.616 30.96 0.122 0.123 0.193
O 16.66 17.779 26.866 0.027 0.301 0.069
O 14.674 18.587 25.21 0.123 0.007 -0.109
O 10.031 19.192 24.122 -0.076 -0.189 -0.385
O 13.888 20.132 29.278 -0.261 -0.155 0.075
O 16.299 19.318 28.956 0.193 -0.021 -0.021
O 13.324 22.625 29.81 -0.203 0.127 0.283
O 12.941 25.745 30.296 0.068 0.134 0.312
O 14.786 24.604 28.751 -0.115 -0.068 0.061
O 6.341 27.111 25.318 -0.047 -0.105 -0.289
O 11.494 24.193 28.708 -0.164 0.083 0.162
O 13.702 34.293 28.645 -0.078 -0.054 -0.146
O 14.412 32.554 30.704 0.233 0.142 0.261
O 8.069 31.102 30.118 -0.154 -0.11 0.365
O 15.098 36.512 26.097 -0.098 -0.119 -0.304
O 14.572 39.789 23.595 -0.058 0.01 -0.077
O 14.021 38.407 27.762 0.134 -0.17 -0.019
O 13.597 40.009 32.536 0.414 0.535 0.329
O 15.644 43.05 26.712 0.186 0.311 0.006
O 16.398 34.517 24.747 -0.096 0.195 -0.295
O 13.612 41.611 27.401 -0.027 -0.3 -0.051
O 11.805 46.464 26.203 -0.049 0.006 -0.193
O 15.183 48.023 29.076 0.023 0.008 0.146
O 12.69 50.42 28.658 0.286 -0.02 0.069
O 8.771 48.341 23.495 0.032 -0.068 -0.331
O 14.011 46.193 27.509 0.283 -0.162 -0.001
O 11.915 54.86 28.931 -0.278 0.213 0.292
O 17.63 51.887 29.819 0.129 0.007 0.186
O 13.668 54.272 27.099 0.034 0.009 0.012
O 13.01 56.849 27.576 0.18 0.129 0.046
O 16.552 57.961 28.563 0.253 0.015 -0.083
O 15.462 59.522 30.43 -0.121 -0.003 0.235
O 6.761 60.998 24.115 -0.04 -0.061 -0.346
O 7.66 61.414 26.516 -0.053 0.078 -0.017
O 14.549 63.411 26.861 -0.116 -0.084 0.078
O -0.438 4.425 30.521 0.126 0.147 0.472
O -1.937 2.536 29.402 -0.123 -0.033 0.206
O 4.464 0.044 29.372 -0.039 0.094 0.202
O 2.916 2.065 30.242 -0.034 0.004 -0.074
O 0.196 11.449 32.896 -0.221 0.057 0.261
O -3.729 12.029 29.198 0.023 0.161 0.099
O 1.683 12.125 27.944 -0.057 0.09 -0.034
O 3.897 13.476 23.431 0.009 -0.089 -0.083
O 2.104 20.927 26.577 0.171 -0.14 -0.098
O 0.716 16.944 29.484 0.1 0.039 0.322
O 5.854 20.377 29.144 -0.146 -0.133 0.073
O -1.074 26.8 30.153 0.208 0.321 0.074
O -0.963 23.515 31.096 -0.126 0.199 0.378
O 4.41 18.941 31.114 0.215 0.086 0.107
O 3.669 22.782 30.778 0.215 0.108 0.285
O 1.007 30.932 29.643 -0.184 -0.098 0.259
O 1.461 26.061 30.584 0.057 0.046 0.183
O 2.71 27.298 28.552 -0.089 0.237 0.156
O 1.948 34.738 26.457 0.087 0.057 0.054
O -0.063 28.829 28.328 -0.217 -0.148 0.003
O 3.331 34.707 31.111 0.215 -0.352 0.186
O 0.838 39.12 29.853 -0.216 -0.117 0.121
O 1.826 41.478 29.839 -0.077 0.122 0.027
O 4.35 40.295 30.982 -0.042 -0.207 0.018
O 1.478 36.755 30.872 -0.13 -0.069 -0.032
O 0.827 47.974 30.888 0.023 0.263 0.125
O -0.077 45.84 32.026 0.064 0.115 0.089
O 1.801 43.89 28.95 0.015 -0.061 0.118
O 3.894 42.929 30.422 0.084 -0.209 0.252
O -1.226 51.014 29.106 -0.086 0.309 0.204
O 2.042 54.189 30.996 0.177 0.17 0.408
O 3.633 50.379 28.475 -0.198 -0.113 0.109
O 1.232 49.028 28.633 -0.112 0.199 0.174
O 0.037 55.79 30.145 -0.135 -0.122 0.156
O -0.337 61.725 31.606 0.123 0.045 0.084
O 2.018 56.954 31.212 0.159 -0.107 -0.139
O 2.975 53.276 28.649 -0.18 -0.046 0.058
O 1.379 64.326 26.457 0.285 -0.259 0.001
O -2.785 64.781 29.002 -0.03 0.25 0.287
O 8.671 6.312 31.272 0.214 0.176 0.188
O 4.733 3.636 31.296 0.074 -0.128 0.257
O 5.706 12.87 31.016 0.169 0.243 0.202
O 2.932 8.252 30.792 0.017 -0.003 0.015
O 6.809 4.934 30.134 -0.002 -0.105 0.296
O 2.924 16.204 28.296 0.048 -0.044 0.035
O 4.074 10.717 30.649 0.021 0.123 0.135
O 7.507 9.596 29.464 0.148 -0.046 0.147
O 4.948 17.891 28.814 -0.08 -0.02 0.02
O 7.323 16.191 28.687 -0.105 -0.147 0.338
O 9.741 16.712 29.704 0.023 0.166 0.275
O 5.216 24.693 31.889 0.314 -0.059 0.099
O 6.675 29.25 26.842 -0.134 0.102 0.064
O 1.677 28.429 26.416 -0.015 0.029 -0.213
O 5.105 24.903 24.732 0.02 0.025 -0.141
O 3.822 36.825 29.511 0.055 0.171 -0.026
O 6.531 36.509 29.616 0.077 -0.015 -0.013
O 10.465 31.463 29.002 0.111 0.062 0.086
O 1.61 40.476 27.398 0.069 -0.069 -0.023
O 5.5 38.865 28.995 -0.043 0.195 0.1
O 8.913 35.944 28.583 0.239 -0.057 -0.084
O 7.237 47.961 27.498 -0.131 0.144 0.084
O 3.393 45.843 28.44 0.001 0.082 0.203
O 8.174 43.383 31.759 0.045 0.211 -0.132
O 9.737 44.863 26.573 0.193 0.084 -0.142
O 4.528 53.414 32.626 -0.23 -0.024 -0.128
O 3.63 51.892 30.848 0.134 -0.036 0.372
O 7.506 47.889 30.175 0.079 0.049 0.164
O 6.25 57.571 30.996 -0.025 0.087 0.39
O 3.964 58.818 31.179 -0.203 -0.04 0.058
O 6.261 60.122 30.502 -0.13 0.087 0.094
O 6.439 64.603 28.08 -0.081 -0.05 0.237
O 11.867 1.745 29.173 0.229 -0.176 0.206
O 9.345 1.19 30.036 -0.097 -0.064 0.367
O 13.197 5.954 31.833 0.182 -0.145 -0.13
O 14.16 8.057 30.509 -0.007 -0.296 0.195
O 12.985 14.879 28.249 -0.056 -0.102 -0.07
O 8.53 14.406 30.322 -0.109 0.142 0.033
O 14.836 10.488 29.515 0.288 0.087 0.086
O 11.537 21.135 28.525 0.137 0.154 0.247
O 10.66 18.704 28.288 -0.057 -0.004 0.295
O 14.694 17.1 28.44 -0.102 -0.016 0.036
O 14.109 21.536 32.419 0.096 -0.115 0.044
O 12.031 20.594 31.082 0.132 -0.136 0.291
O 10.25 31.105 31.62 0.003 -0.066 0.313
O 6.021 26.949 27.957 -0.091 -0.133 0.063
O 10.569 29.041 29.988 0.194 -0.098 -0.036
O 10.681 26.622 29.149 -0.092 0.045 -0.069
O 12.26 36.742 28.588 -0.136 0.054 -0.068
O 15.004 30.004 30.218 -0.036 0.123 0.114
O 10.502 33.799 33.218 0.051 0.021 0.271
O 14.508 43.376 29.119 0.103 0.335 0.06
O 12.632 39.005 30.053 0.04 0.083 0.521
O 14.111 45.846 30.053 0.146 0.137 0.468
O 10.125 47.826 30.682 -0.159 0.01 0.433
O 10.369 42.291 30.722 -0.168 -0.03 0.191
O 12.765 44.003 26.47 0.158 -0.082 0.027
O 10.884 53.337 30.726 0.099 -0.095 0.096
O 13.351 57.446 30.16 0.3 -0.209 0.079
O 11.208 57.002 31.621 0.068 0.176 0.297
O 13.239 52.689 29.861 0.021 0.017 0.033
O 15.633 52.245 31.404 0.068 0.262 0.345
O 12.147 64.187 30.974 -0.296 -0.239 0.227
O 8.673 60.775 31.439 0.355 0.103 0.102
O 11.602 58.855 28.629 0.081 0.024 0.107
O 14.774 64.177 31.371 0.009 -0.164 0.195
O 0.843 6.629 31.217 -0.306 0.164 0.023
O 0.931 63.825 30.899 0.084 0.03 0.079
O 10.607 24.99 31.251 -0.229 0.138 0.313
O 9.423 58.156 29.984 0.112 0.123 0.31
O 13.438 0.883 31.092 0.213 0.084 0.311

Results
total energy: -434285.953 eV
total energy less fixed offsets of O -438.04, Si -107.15 eV per atom: 2.567 eV
